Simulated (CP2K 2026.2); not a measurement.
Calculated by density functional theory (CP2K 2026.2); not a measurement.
Periodic cell of 1152 atoms, Si864O288, from a study of silicon, its oxide and their interface. The atomic structure is a simulated model.
Doubt: the forces sum to 3.45 eV/angstrom along one axis rather than to zero, so they err by at least 0.0030 eV/angstrom per atom on average; the grid cutoff is modest.

Settings: functional PBE; method Gaussian and plane waves; basis set DZVP-MOLOPT-SR-GTH; pseudopotentials GTH-PBE; grid cutoff 350 Ry, relative cutoff 50 Ry; k points Gamma only; occupations fixed; spin none; net charge 0.

Cell vectors (angstrom)
a	32.64	0	0
b	0	16.32	0
c	0.2374	-5.6023	38.5083

Atoms: element, x, y, z (angstrom)
Si	2.0517	9.021	38.493
Si	4.2028	-4.0116	38.4986
Si	1.9108	-1.8301	38.2393
Si	4.2748	6.6039	0.0231
Si	1.2551	9.7392	0.0227
Si	4.1293	12.5588	0.4248
Si	7.0911	14.7174	0.088
Si	9.7745	1.5555	0.0442
Si	6.5369	4.3734	0.0449
Si	9.3159	7.2753	0.0484
Si	6.9748	9.45	0.1248
Si	9.2838	12.4942	0.2127
Si	12.2986	14.6804	0.2457
Si	14.5924	1.5901	0.3079
Si	12.523	3.9297	0.1718
Si	14.7612	7.0533	0.1384
Si	12.6739	9.3817	0.2744
Si	14.6605	12.5629	0.1489
Si	17.7467	14.767	0.2522
Si	20.0368	1.4807	0.0937
Si	17.8429	3.6795	0.2174
Si	20.8122	0.7973	38.4436
Si	17.5747	9.5329	0.0333
Si	20.0095	12.5572	0.1178
Si	23.29	14.9436	0.2341
Si	26.2445	-4.5473	38.5004
Si	22.7929	4.1687	0.0756
Si	25.6353	6.8513	0.0105
Si	23.6515	3.5661	38.4658
Si	25.4188	12.5562	0.1084
Si	28.5592	9.6282	38.3755
Si	31.1973	-3.9655	38.2997
Si	28.9513	-1.7139	38.4394
Si	31.0483	7.1553	0.0101
Si	28.7513	9.2818	0.049
Si	31.4874	11.7986	0.175
Si	2.7836	0.0142	1.2878
Si	5.4714	2.7563	1.3648
Si	2.67	5.3907	1.2061
Si	5.3811	8.2299	1.3319
Si	2.8024	10.8871	1.3918
Si	5.5768	13.8018	1.6686
Si	8.315	0.0535	1.257
Si	11.0099	2.7864	1.543
Si	8.2386	5.503	1.231
Si	10.9333	8.2721	1.421
Si	8.1185	10.9507	1.5006
Si	10.8281	13.5545	1.6035
Si	13.4248	0.0148	1.5345
Si	16.2777	2.624	1.5619
Si	13.6276	5.505	1.4717
Si	16.4282	8.0546	1.448
Si	13.7639	10.9116	1.5843
Si	16.2307	13.6035	1.5278
Si	18.9356	0.0034	1.5107
Si	21.6559	2.6292	1.3982
Si	19.0446	5.3222	1.3896
Si	21.6785	8.1105	1.1787
Si	18.9382	10.9007	1.3765
Si	21.6848	13.6411	1.3732
Si	24.524	0.0614	1.516
Si	27.1749	2.6864	1.2535
Si	24.4363	5.3206	1.3175
Si	27.1883	8.077	1.3104
Si	24.4062	10.8369	1.3426
Si	27.2378	13.5801	1.2049
Si	29.907	0.0282	1.1944
Si	0.0113	2.7111	1.0811
Si	29.9068	5.4733	1.2222
Si	0.0462	8.1803	1.3389
Si	29.8965	10.7618	1.479
Si	0.0338	13.5773	1.2108
Si	1.3161	1.3564	2.5633
Si	4.0472	4.1016	2.6725
Si	1.3631	6.7478	2.6336
Si	4.0751	9.5188	2.7703
Si	1.3768	12.2661	2.6881
Si	4.1095	15.1333	2.8364
Si	6.8855	1.3828	2.6523
Si	9.534	4.1697	2.709
Si	6.8192	6.8355	2.6411
Si	9.5502	9.5946	2.8019
Si	6.8131	12.2778	2.9087
Si	9.5173	15.041	2.8295
Si	12.2114	1.3838	2.9501
Si	14.9782	4.1174	2.8285
Si	12.2175	6.8347	2.7961
Si	15.1238	9.5031	2.8443
Si	12.2507	12.1867	2.8801
Si	14.8792	14.9947	2.844
Si	17.6055	1.2949	2.9229
Si	20.3753	4.0094	2.8052
Si	17.7304	6.6907	2.7862
Si	20.3673	9.4855	2.626
Si	17.6274	12.2254	2.8243
Si	20.3803	14.9828	2.7911
Si	23.0966	1.3869	2.7795
Si	25.8199	4.0067	2.6687
Si	23.0721	6.7743	2.6277
Si	25.8531	9.5102	2.6596
Si	23.0302	12.1996	2.6988
Si	25.9005	14.9073	2.7113
Si	28.566	1.3518	2.6341
Si	31.3281	4.0939	2.532
Si	28.5448	6.7384	2.6788
Si	31.3213	9.4614	2.7865
Si	28.5403	12.2422	2.6593
Si	31.2912	14.964	2.547
Si	32.6206	0.0001	3.9616
Si	2.6817	2.7137	3.9909
Si	32.6342	5.4133	3.998
Si	2.7043	8.1173	4.0468
Si	32.6645	10.8984	4.0729
Si	2.7305	13.6457	4.0625
Si	5.507	0.1264	4.1312
Si	8.177	2.7711	4.0545
Si	5.4403	5.4694	4.0209
Si	8.1561	8.1759	4.0753
Si	5.4162	10.8798	4.1573
Si	8.1854	13.6553	4.2018
Si	10.8414	0.0299	4.2483
Si	13.6221	2.7592	4.2053
Si	10.8626	5.4801	4.1426
Si	13.6332	8.1785	4.1309
Si	10.8852	10.879	4.229
Si	13.571	13.604	4.2052
Si	16.2549	-0.0428	4.2489
Si	19.009	2.691	4.187
Si	16.3448	5.4268	4.1921
Si	19.068	8.1325	4.0741
Si	16.3729	10.8661	4.2442
Si	19.0249	13.5992	4.1329
Si	21.7612	0.0006	4.1329
Si	24.4742	2.725	4.1032
Si	21.7654	5.4269	4.0793
Si	24.458	8.1377	3.9991
Si	21.7063	10.829	4.0552
Si	24.4688	13.5537	4.0308
Si	27.2384	-0.0164	4.0463
Si	29.9518	2.7376	3.9473
Si	27.179	5.3867	4.0261
Si	29.912	8.0928	4.0633
Si	27.1911	10.8773	4.0327
Si	29.9354	13.6187	3.9714
Si	1.3652	-1.3802	21.7048
Si	4.0198	1.323	21.7161
Si	1.3131	4.0321	21.7083
Si	4.0777	6.8212	21.6948
Si	1.3338	9.5257	21.7729
Si	4.0656	12.2147	21.707
Si	6.7918	-1.3857	21.7303
Si	9.5343	1.3834	21.772
Si	6.8034	4.0773	21.7126
Si	9.5194	6.8055	21.7854
Si	6.8063	9.4932	21.7542
Si	9.5316	12.2526	21.7761
Si	12.2632	-1.3352	21.8089
Si	14.9732	1.3947	21.8724
Si	12.2095	4.0747	21.8347
Si	14.9222	6.8108	21.8705
Si	12.2553	9.5165	21.8315
Si	14.961	12.2801	21.8097
Si	17.7018	-1.2976	21.8444
Si	20.3811	1.3723	21.7273
Si	17.6245	4.095	21.7673
Si	20.409	6.8461	21.7251
Si	17.6908	9.5434	21.7574
Si	20.416	12.2965	21.8371
Si	23.0903	-1.3871	21.6952
Si	25.8452	1.3392	21.6864
Si	23.1415	4.0887	21.7058
Si	25.9298	6.854	21.6878
Si	23.1439	9.5871	21.7218
Si	25.8405	12.2013	21.7154
Si	28.5809	-1.3861	21.7424
Si	31.2538	1.3323	21.6897
Si	28.6113	4.0991	21.693
Si	31.2311	6.7482	21.7553
Si	28.5724	9.4743	21.7303
Si	31.3002	12.2232	21.76
Si	2.6402	-0.0077	23.1113
Si	5.4471	2.6603	22.9944
Si	2.7037	5.4274	22.9683
Si	5.4399	8.1298	23.1123
Si	2.701	10.9211	23.1189
Si	5.4226	-2.7648	23.0598
Si	8.1963	-0.0433	23.0566
Si	10.8228	2.7487	23.2181
Si	8.1198	5.4527	23.1065
Si	10.8979	8.1243	23.182
Si	8.1718	10.8641	23.0968
Si	10.8923	-2.7002	23.1453
Si	13.6053	0.0138	23.2149
Si	16.3206	2.7874	23.2556
Si	13.5181	5.4323	23.2414
Si	16.3611	8.1978	23.147
Si	13.6018	10.9237	23.1776
Si	16.3426	-2.6895	23.1742
Si	19.0449	0.1153	23.2073
Si	21.7663	2.7129	23.0414
Si	18.9969	5.4936	23.0297
Si	21.7736	8.2454	23.0477
Si	19.0163	10.9052	23.1396
Si	21.7959	-2.6477	23.2079
Si	24.4492	-0.0321	22.9989
Si	27.2595	2.7039	22.9641
Si	24.5722	5.4747	22.9569
Si	27.2474	8.1611	23.174
Si	24.5292	10.8612	23.1448
Si	27.1749	-2.7471	23.0499
Si	29.9826	-0.052	23.0957
Si	32.548	2.6974	23.0759
Si	29.902	5.399	23.1975
Si	32.5824	8.1216	23.0747
Si	29.9379	10.8158	23.067
Si	32.7003	-2.7386	23.1006
Si	1.1837	1.3334	24.4652
Si	4.0969	4.0763	24.2544
Si	1.2975	6.6915	24.3419
Si	4.0642	9.5217	24.4012
Si	1.3887	12.2921	24.56
Si	4.0323	-1.4154	24.3874
Si	6.796	1.2788	24.3412
Si	9.3811	4.1238	24.5595
Si	6.7849	6.766	24.5184
Si	9.5484	9.5341	24.4719
Si	6.7976	12.2116	24.4308
Si	9.5188	-1.3568	24.4986
Si	12.1716	1.3452	24.5598
Si	14.8803	4.0985	24.6218
Si	12.1088	6.7149	24.663
Si	15.028	9.588	24.4908
Si	12.2398	12.3043	24.5462
Si	15.0583	-1.2996	24.5656
Si	17.7835	1.5527	24.6613
Si	20.4093	4.165	24.291
Si	17.6829	6.7792	24.4994
Si	20.3604	9.5198	24.4649
Si	17.6766	12.2561	24.5459
Si	20.4197	-1.2167	24.574
Si	23.1106	1.3025	24.3696
Si	25.922	4.0797	24.272
Si	23.3033	6.9438	24.2476
Si	25.9131	9.5368	24.5724
Si	23.2026	12.2413	24.5098
Si	25.755	-1.4031	24.3654
Si	28.561	1.33	24.342
Si	31.2412	3.9798	24.5676
Si	28.5473	6.7646	24.5919
Si	31.2589	9.4693	24.4892
Si	28.5513	12.1868	24.3485
Si	31.4116	-1.3751	24.4901
Si	32.6126	-0.0066	26.0691
Si	2.6818	2.7531	25.5254
Si	32.6886	5.3302	25.8541
Si	2.64	8.1225	25.5947
Si	32.6583	10.8526	25.8208
Si	2.7265	-2.6019	25.9565
Si	5.4669	-0.0996	25.6584
Si	7.9613	2.6759	25.7829
Si	5.3843	5.3202	25.7768
Si	8.1563	8.2037	25.8077
Si	5.3959	10.8698	25.7749
Si	8.1504	-2.7276	25.8073
Si	10.7496	0.0167	25.9544
Si	13.5002	2.7046	25.9608
Si	10.5786	5.4304	26.1485
Si	13.6607	8.1294	25.7313
Si	10.852	10.9161	25.8862
Si	13.6341	-2.6304	25.8933
Si	16.4223	0.1081	25.9584
Si	19.2068	3.0732	25.9621
Si	16.2452	5.5133	25.925
Si	19.1085	8.0587	25.8719
Si	16.3489	10.9408	25.9933
Si	19.0607	-2.6878	25.8443
Si	21.7953	0.1729	25.9737
Si	24.5479	2.7008	25.5181
Si	21.9334	5.5136	25.3741
Si	24.5675	8.1059	25.8827
Si	21.7458	10.8968	25.7674
Si	24.5328	-2.6927	25.9211
Si	27.1309	-0.0198	25.5951
Si	29.8581	2.5361	25.8821
Si	27.1401	5.315	25.8455
Si	29.936	8.1134	25.9612
Si	27.2626	10.9737	25.8998
Si	29.9576	-2.7997	25.6217
Si	1.8612	-0.8112	27.3411
Si	4.0456	1.3554	26.7158
Si	1.7566	4.2041	27.0917
Si	3.7667	6.572	26.8529
Si	1.2152	9.2434	27.048
Si	4.3533	-3.8451	27.0961
Si	6.5461	-1.6271	27.0936
Si	9.4029	1.5521	27.2147
Si	6.2346	3.5562	27.1318
Si	9.1349	6.9573	27.5489
Si	6.9891	9.7679	27.0703
Si	9.227	12.0361	27.1919
Si	12.4557	-1.0545	27.1649
Si	14.744	1.1468	27.2662
Si	11.7375	3.6714	27.2256
Si	15.167	7.1463	27.2562
Si	12.5516	9.7187	26.9334
Si	14.6585	12.0929	27.298
Si	17.9547	-1.1709	27.2466
Si	20.9655	2.0992	27.2179
Si	17.7774	4.4841	27.3383
Si	20.9576	6.9143	26.8897
Si	17.5163	9.236	27.144
Si	20.6314	-3.8556	27.1381
Si	22.8554	-1.5861	27.1733
Si	25.936	1.4886	26.9095
Si	23.2236	4.1508	26.7059
Si	25.4309	6.2571	27.1671
Si	22.9343	9.3432	27.0255
Si	26.3324	-3.5893	27.2384
Si	28.537	-1.4086	26.78
Si	30.6931	0.8048	27.3122
Si	28.2178	3.6346	27.117
Si	31.6688	6.9985	27.1428
Si	28.8098	9.7839	27.2192
Si	31.0298	12.0083	27.0326
Si	7.6931	5.6815	32.2868
Si	32.3579	3.3381	31.3775
Si	2.5653	11.0693	29.1425
Si	4.433	1.5309	35.4663
Si	8.1033	9.8056	31.6926
Si	5.7227	5.5579	36.6396
Si	7.1104	0.805	34.2877
Si	12.4336	1.6995	34.286
Si	11.6364	10.6302	31.1299
Si	9.2546	-4.0819	30.2949
Si	2.9085	11.1363	32.1876
Si	12.1521	-1.4724	30.1528
Si	14.7987	-2.1864	34.7189
Si	26.5323	-0.1108	33.3566
Si	13.862	6.4953	30.1317
Si	19.2093	9.8454	32.1539
Si	13.9451	-4.0215	30.3117
Si	16.6817	2.2618	29.3673
Si	18.5612	2.2793	33.5319
Si	15.9949	-3.1803	32.2217
Si	24.5289	6.8732	35.9738
Si	16.0683	1.9796	32.1996
Si	18.7635	11.0713	29.2657
Si	17.6193	-2.6478	29.8446
Si	19.3659	0.641	29.2012
Si	20.1473	-1.9697	34.2959
Si	29.457	2.2995	34.4018
Si	0.7649	-1.36	35.2717
Si	18.3153	-4.4028	34.0414
Si	27.4899	4.0002	35.8851
Si	22.6561	10.4236	29.7815
Si	4.4794	6.8479	29.6561
Si	25.4287	-1.658	31.2736
Si	2.555	-2.0701	32.7125
Si	2.7543	6.3806	33.9802
Si	29.4357	8.689	35.4584
Si	31.5264	-3.8396	35.2904
Si	2.2297	3.2799	30.0147
Si	31.1663	0.8814	30.3733
Si	31.982	1.2866	35.5794
Si	0.8328	-1.1879	30.3493
Si	4.9663	1.7958	30.6603
Si	7.4677	0.2589	29.3928
Si	22.7426	-3.2923	31.2787
Si	5.5611	10.0473	33.5796
Si	16.5671	-0.2577	36.5127
Si	7.1223	8.007	29.533
Si	10.4701	4.8717	32.2302
Si	14.6885	-5.0095	35.9837
Si	12.5659	3.9202	30.2079
Si	9.1988	-1.3408	31.3715
Si	17.6382	7.8105	33.6285
Si	11.4429	8.2189	29.3982
Si	14.5725	3.9185	34.1774
Si	20.3292	4.0227	31.5946
Si	26.843	10.6348	32.3901
Si	20.1734	5.9342	33.8919
Si	24.6333	2.3562	33.2465
Si	19.6389	5.8982	29.2457
Si	24.7252	-2.8514	36.373
Si	20.1622	-1.4868	31.234
Si	26.7106	-3.9418	30.1352
Si	26.1587	6.8372	30.1704
Si	28.5384	10.1061	30.0968
Si	21.0096	8.2456	30.6242
Si	31.0398	10.5262	31.447
Si	28.7141	0.9864	31.6154
Si	31.6517	6.6993	35.9147
Si	25.3266	4.0919	30.9464
Si	31.8519	3.9816	34.3151
Si	26.9907	-0.6093	36.2657
Si	21.7919	10.4461	36.4514
Si	0.2666	10.215	33.5752
Si	32.5619	-3.8142	29.6146
Si	24.4315	4.0739	35.6608
Si	3.0285	4.0928	35.8339
Si	10.0595	2.6045	35.7848
Si	5.6756	7.0085	33.9783
Si	6.2132	11.0097	36.4729
Si	10.6597	9.597	33.6174
Si	4.7056	-0.1608	33.1507
Si	1.9229	6.2853	31.0453
Si	9.3098	-1.124	34.5581
Si	8.3741	3.2018	33.6134
Si	8.1066	-2.88	36.6208
Si	23.8028	8.2924	31.2725
Si	12.2839	-0.8153	35.7016
Si	11.6249	10.6412	36.3515
Si	11.3696	5.3696	36.6456
Si	12.0036	6.862	34.0251
Si	14.7212	6.781	32.9123
Si	13.3787	1.0728	31.4251
Si	16.0201	5.2754	36.5847
Si	21.5265	7.4364	36.0561
Si	6.1412	4.3995	30.0126
Si	17.0603	9.7946	35.819
Si	19.4069	0.597	35.7008
Si	22.6774	-3.7876	34.3133
Si	18.4952	4.296	35.679
Si	28.133	3.5652	30.044
Si	24.1678	0.1977	29.2703
Si	1.3849	8.4012	35.7474
Si	25.3693	8.2671	33.6577
Si	29.3296	11.3927	33.7588
Si	28.9434	6.1485	31.3818
Si	31.6859	6.0408	30.075
Si	22.9318	2.3949	30.864
Si	27.7778	6.6162	34.0839
Si	1.3376	14.9904	5.3842
Si	4.0679	1.4346	5.4272
Si	1.3476	4.0672	5.3777
Si	4.086	6.7979	5.4162
Si	1.3634	9.506	5.4124
Si	4.0534	12.2702	5.4582
Si	6.7888	15.0135	5.5019
Si	9.4782	1.4264	5.5144
Si	6.7829	4.1066	5.4089
Si	9.4984	6.834	5.4789
Si	6.8033	9.5182	5.4707
Si	9.5356	12.2761	5.5441
Si	12.221	14.97	5.5595
Si	14.9489	1.3805	5.5701
Si	12.2221	4.1138	5.5119
Si	14.9683	6.8083	5.5059
Si	12.2644	9.5049	5.5263
Si	14.9574	12.2351	5.5364
Si	17.6691	14.9257	5.5337
Si	20.4023	1.3437	5.5072
Si	17.6847	4.0668	5.5449
Si	20.4199	6.7869	5.452
Si	17.7424	9.479	5.5135
Si	20.3885	12.2075	5.4529
Si	23.1402	14.9313	5.4276
Si	25.8527	1.3314	5.4082
Si	23.1292	4.0919	5.4558
Si	25.8254	6.7805	5.3744
Si	23.114	9.4929	5.3962
Si	25.827	12.2135	5.4075
Si	28.5969	14.9546	5.3921
Si	31.2788	1.3662	5.3424
Si	28.5765	4.0507	5.3659
Si	31.2813	6.75	5.4024
Si	28.5608	9.5061	5.3852
Si	31.2721	12.2593	5.3809
Si	2.7144	0.0205	6.7536
Si	5.4248	2.7716	6.8013
Si	2.7091	5.4318	6.7538
Si	5.4294	8.1562	6.8049
Si	2.7065	10.8749	6.79
Si	5.4231	13.6217	6.8201
Si	8.1387	0.0434	6.8653
Si	10.8659	2.7529	6.8674
Si	8.1381	5.4497	6.8059
Si	10.8761	8.1583	6.8569
Si	8.1512	10.8876	6.8416
Si	10.8795	13.6139	6.9152
Si	13.5835	0.0142	6.9011
Si	16.3261	2.7226	6.9062
Si	13.5989	5.4575	6.8646
Si	16.3382	8.1537	6.8605
Si	13.6013	10.8772	6.8856
Si	16.3176	13.5803	6.8953
Si	19.04	-0.0154	6.8601
Si	21.7742	2.7237	6.8234
Si	19.0612	5.4488	6.8455
Si	21.7783	8.1506	6.8
Si	19.0683	10.8641	6.8596
Si	21.7699	13.577	6.7906
Si	24.4947	-0.0191	6.7822
Si	27.2173	2.7024	6.7516
Si	24.4962	5.4461	6.7934
Si	27.1894	8.1465	6.7405
Si	24.4704	10.8552	6.7688
Si	27.2099	13.5896	6.7415
Si	29.9412	0.0078	6.7443
Si	32.6315	2.7084	6.7399
Si	29.9135	5.4063	6.7582
Si	32.6306	8.1423	6.755
Si	29.918	10.8803	6.7407
Si	32.6296	13.6176	6.7519
Si	1.3528	1.3655	8.1213
Si	4.0605	4.107	8.1577
Si	1.355	6.7934	8.1203
Si	4.0731	9.5251	8.1539
Si	1.3397	12.2473	8.1248
Si	4.0542	14.9839	8.1514
Si	6.7639	1.4008	8.1863
Si	9.4961	4.1115	8.1987
Si	6.7856	6.8034	8.173
Si	9.5162	9.5302	8.2009
Si	6.7844	12.2543	8.1807
Si	9.5017	14.9928	8.222
Si	12.2175	1.3815	8.2306
Si	14.9528	4.094	8.2286
Si	12.2346	6.8071	8.2206
Si	14.9765	9.5178	8.2201
Si	12.2437	12.239	8.242
Si	14.9599	14.9635	8.2334
Si	17.6928	1.3493	8.2294
Si	20.4165	4.0784	8.1914
Si	17.6938	6.7942	8.2113
Si	20.4331	9.5022	8.1903
Si	17.6936	12.2169	8.2196
Si	20.418	14.9348	8.1783
Si	23.1388	1.3454	8.1532
Si	25.8602	4.0668	8.1253
Si	23.1337	6.7945	8.1614
Si	25.8392	9.5009	8.1234
Si	23.1285	12.2202	8.1481
Si	25.8596	14.942	8.1289
Si	28.5716	1.3486	8.1185
Si	31.278	4.0592	8.1193
Si	28.5545	6.7875	8.1057
Si	31.2732	9.5152	8.1073
Si	28.5587	12.2308	8.1117
Si	31.2822	14.9689	8.1221
Si	32.6412	0.0015	9.489
Si	2.7072	2.7224	9.4972
Si	32.6349	5.4304	9.4784
Si	2.7089	8.1546	9.4951
Si	32.6276	10.8758	9.479
Si	2.7022	13.6019	9.4969
Si	5.4161	0.0137	9.525
Si	8.1419	2.7389	9.5483
Si	5.4248	5.4495	9.5291
Si	8.149	8.1612	9.5394
Si	5.4273	10.8825	9.5254
Si	8.1434	13.6095	9.5507
Si	10.8667	0.016	9.5825
Si	13.5916	2.7321	9.5791
Si	10.8671	5.4504	9.5671
Si	13.6033	8.1647	9.5707
Si	10.872	10.8792	9.5747
Si	13.6033	13.6035	9.5872
Si	16.3236	0.0005	9.5825
Si	19.0562	2.7244	9.5594
Si	16.3279	5.4452	9.5735
Si	19.0568	8.1595	9.5538
Si	16.3298	10.8729	9.5803
Si	19.0547	13.5931	9.5539
Si	21.7743	-0.007	9.5223
Si	24.4975	2.7148	9.5001
Si	21.7768	5.4416	9.5349
Si	24.4906	8.1568	9.5119
Si	21.7796	10.8758	9.5361
Si	24.4922	13.5897	9.4959
Si	27.2109	-0.0086	9.4854
Si	29.922	2.7074	9.4885
Si	27.208	5.4325	9.4879
Si	29.9143	8.1518	9.4682
Si	27.2005	10.8702	9.4775
Si	29.918	13.5967	9.4723
Si	1.3513	-1.359	10.8595
Si	4.0613	1.3711	10.8777
Si	1.3499	4.0804	10.8551
Si	4.0664	6.8102	10.8757
Si	1.3496	9.52	10.8461
Si	4.0643	12.2474	10.8691
Si	6.7804	-1.3455	10.8925
Si	9.5011	1.38	10.9179
Si	6.7832	4.0945	10.8994
Si	9.5082	6.813	10.9149
Si	6.7895	9.5257	10.8906
Si	9.5093	12.2509	10.9133
Si	12.2344	-1.3516	10.9289
Si	14.9572	1.3666	10.9282
Si	12.2286	4.0914	10.9281
Si	14.9648	6.8062	10.9275
Si	12.2407	9.524	10.9272
Si	14.9674	12.2395	10.9321
Si	17.692	-1.3664	10.9181
Si	20.4177	1.353	10.8964
Si	17.6892	4.08	10.92
Si	20.4126	6.794	10.9028
Si	17.6946	9.5128	10.9225
Si	20.4144	12.231	10.9019
Si	23.1354	-1.3705	10.8705
Si	25.8517	1.3498	10.8549
Si	23.1366	4.0698	10.8748
Si	25.8486	6.7877	10.8597
Si	23.1358	9.5125	10.8852
Si	25.8478	12.2279	10.8532
Si	28.5645	-1.3699	10.8453
Si	31.2796	1.3526	10.853
Si	28.5648	4.072	10.8487
Si	31.2754	6.7948	10.8353
Si	28.5603	9.5107	10.8382
Si	31.2727	12.2365	10.8398
Si	2.7091	-0.0012	12.2279
Si	5.429	2.7206	12.245
Si	2.7117	5.4367	12.2216
Si	5.4303	8.1613	12.2427
Si	2.709	10.8745	12.2179
Si	5.4263	13.6011	12.2394
Si	8.1476	0.0039	12.261
Si	10.8694	2.7281	12.2798
Si	8.1483	5.4462	12.2637
Si	10.8758	8.1647	12.2761
Si	8.1514	10.881	12.2581
Si	10.8755	13.603	12.2775
Si	13.5963	0.0067	12.2841
Si	16.3226	2.7264	12.2776
Si	13.5983	5.4482	12.2798
Si	16.3265	8.1641	12.2843
Si	13.6017	10.8835	12.2856
Si	16.3268	13.6035	12.2809
Si	19.0502	0.0044	12.2624
Si	21.7712	2.7228	12.247
Si	19.0475	5.4455	12.2714
Si	21.7691	8.1611	12.2505
Si	19.0494	10.8823	12.2691
Si	21.773	13.602	12.2454
Si	24.4886	-0.0015	12.2249
Si	27.2048	2.7135	12.2136
Si	24.4877	5.4356	12.2303
Si	27.2065	8.1551	12.2107
Si	24.492	10.8799	12.232
Si	27.2035	13.5943	12.2097
Si	29.9202	-0.0118	12.2093
Si	32.6357	2.7156	12.2142
Si	29.9228	5.4357	12.2052
Si	32.6336	8.1545	12.2022
Si	29.9167	10.8739	12.2005
Si	32.6317	13.5917	12.2088
Si	1.3521	1.3596	13.5828
Si	4.0714	4.0842	13.593
Si	1.3539	6.8007	13.5716
Si	4.0696	9.5226	13.5911
Si	1.3508	12.2336	13.5743
Si	4.0712	-1.357	13.5932
Si	6.7913	1.3651	13.6131
Si	9.51	4.0902	13.629
Si	6.7893	6.807	13.6143
Si	9.5162	9.5294	13.6256
Si	6.7919	12.2459	13.6059
Si	9.5156	-1.3515	13.6251
Si	12.2335	1.3675	13.6372
Si	14.9605	4.0878	13.6345
Si	12.2386	6.8081	13.6356
Si	14.9643	9.5258	13.6428
Si	12.2414	12.2471	13.6395
Si	14.9607	-1.3549	13.6361
Si	17.6849	1.3623	13.6253
Si	20.4081	4.08	13.6184
Si	17.6858	6.8034	13.6383
Si	20.4068	9.5173	13.6174
Si	17.6845	12.2402	13.631
Si	20.4093	-1.3598	13.6112
Si	23.1284	1.3572	13.5952
Si	25.8444	4.0696	13.5814
Si	23.1249	6.7924	13.5976
Si	25.8502	9.5129	13.5799
Si	23.129	12.2368	13.5974
Si	25.846	-1.3664	13.5776
Si	28.5601	1.3474	13.5693
Si	31.278	4.0764	13.5702
Si	28.5648	6.7944	13.5685
Si	31.2775	9.5159	13.562
Si	28.5621	12.2333	13.5665
Si	31.2759	-1.3716	13.572
Si	32.6345	-0.0114	14.931
Si	2.7159	2.7174	14.944
Si	32.6404	5.4363	14.9275
Si	2.7122	8.1543	14.9429
Si	32.6349	10.8692	14.932
Si	2.712	13.5914	14.9367
Si	5.4364	-0.006	14.961
Si	8.1562	2.7188	14.9794
Si	5.4311	5.437	14.9632
Si	8.1579	8.1614	14.9746
Si	5.4354	10.8761	14.9544
Si	8.1591	13.5983	14.9724
Si	10.8786	0.0017	14.9942
Si	13.5976	2.7294	14.9905
Si	10.8769	5.446	14.9866
Si	13.5996	8.1659	14.9972
Si	10.8804	10.8834	14.9915
Si	13.6045	13.6064	15.0011
Si	16.3187	0.0111	14.9878
Si	19.0378	2.7288	14.9814
Si	16.3169	5.4482	14.9956
Si	19.0426	8.1727	14.9912
Si	16.3222	10.8907	15.0004
Si	19.0411	13.6111	14.9753
Si	21.7629	0.0088	14.963
Si	24.4818	2.7204	14.953
Si	21.761	5.4491	14.9746
Si	24.4858	8.159	14.9415
Si	21.764	10.8852	14.9633
Si	24.486	13.6029	14.9473
Si	27.2023	-0.0079	14.9384
Si	29.9197	2.7085	14.9229
Si	27.2044	5.4353	14.9291
Si	29.9234	8.1568	14.925
Si	27.2061	10.8787	14.9329
Si	29.9186	13.5876	14.9333
Si	1.3511	-1.3732	16.2914
Si	4.0754	1.3581	16.3066
Si	1.3576	4.0814	16.2944
Si	4.0681	6.7974	16.3135
Si	1.3525	9.5127	16.2992
Si	4.0749	12.2382	16.301
Si	6.8034	-1.3605	16.3256
Si	9.5205	1.3653	16.3483
Si	6.7941	4.0802	16.3279
Si	9.523	6.8097	16.3408
Si	6.7973	9.5224	16.3236
Si	9.5225	12.248	16.3436
Si	12.2454	-1.3522	16.3598
Si	14.9589	1.3728	16.3493
Si	12.2385	4.09	16.3471
Si	14.9559	6.8069	16.3592
Si	12.242	9.5267	16.3561
Si	14.9662	12.252	16.3677
Si	17.6754	-1.3531	16.3396
Si	20.3956	1.3632	16.3304
Si	17.6736	4.0854	16.35
Si	20.4004	6.8113	16.3458
Si	17.6822	9.5337	16.3584
Si	20.3974	12.2457	16.3227
Si	23.1241	-1.3564	16.309
Si	25.8406	1.3515	16.301
Si	23.1229	4.0826	16.321
Si	25.8446	6.7947	16.2903
Si	23.1264	9.5175	16.3059
Si	25.8474	12.2378	16.2962
Si	28.56	-1.3738	16.2948
Si	31.274	1.347	16.2845
Si	28.5617	4.0682	16.2793
Si	31.2873	6.8	16.2819
Si	28.568	9.5186	16.2854
Si	31.276	12.2245	16.2935
Si	2.7172	-0.0184	17.645
Si	5.4308	2.7143	17.6771
Si	2.7024	5.4415	17.6721
Si	5.4356	8.154	17.6699
Si	2.7146	10.8769	17.6517
Si	5.4457	13.5824	17.665
Si	8.1593	-0.002	17.6977
Si	10.8931	2.7218	17.7071
Si	8.165	5.4373	17.6827
Si	10.8853	8.1614	17.714
Si	8.1664	10.8727	17.6886
Si	10.8844	13.6037	17.7146
Si	13.6101	0.0131	17.7179
Si	16.303	2.7378	17.7181
Si	13.5873	5.4496	17.7177
Si	16.3139	8.1745	17.7144
Si	13.6008	10.8875	17.7207
Si	16.3267	13.6216	17.7262
Si	19.023	0.0144	17.694
Si	21.7525	2.7289	17.6808
Si	19.0246	5.4572	17.7037
Si	21.7692	8.1818	17.6905
Si	19.0374	10.9123	17.7084
Si	21.7516	13.6163	17.6654
Si	24.4866	-0.0078	17.6698
Si	27.2017	2.7182	17.6464
Si	24.4891	5.4498	17.6672
Si	27.2041	8.1612	17.6336
Si	24.4816	10.8849	17.6519
Si	27.2101	13.5827	17.6623
Si	29.9196	-0.0128	17.649
Si	32.6401	2.7052	17.6324
Si	29.9315	5.4268	17.6207
Si	32.6349	8.1527	17.6617
Si	29.9257	10.862	17.661
Si	32.6327	13.5863	17.6501
Si	1.3453	1.3331	18.9882
Si	4.0599	4.0724	19.0229
Si	1.3428	6.8002	19.0389
Si	4.0711	9.5196	19.012
Si	1.3521	12.2282	19.0094
Si	4.0807	-1.376	19.0018
Si	6.7885	1.3561	19.045
Si	9.5321	4.0884	19.0486
Si	6.8045	6.7991	19.0276
Si	9.5298	9.5271	19.0646
Si	6.8009	12.2246	19.0371
Si	9.5317	-1.3459	19.0681
Si	12.2612	1.3767	19.0821
Si	14.9335	4.0918	19.0866
Si	12.2402	6.8087	19.0915
Si	14.9581	9.5302	19.0857
Si	12.2449	12.2459	19.0846
Si	14.9708	-1.3328	19.0918
Si	17.6587	1.3681	19.0658
Si	20.3865	4.0905	19.0451
Si	17.6596	6.8122	19.0771
Si	20.4167	9.563	19.0489
Si	17.6884	12.2727	19.0959
Si	20.3815	-1.3571	19.033
Si	23.1151	1.355	19.0183
Si	25.8601	4.0891	19.012
Si	23.1368	6.8154	19.0352
Si	25.8499	9.5239	18.9937
Si	23.1143	12.2503	19.001
Si	25.8491	-1.3802	19.0212
Si	28.5575	1.352	18.9975
Si	31.2856	4.0683	18.9807
Si	28.5801	6.7966	18.9612
Si	31.2777	9.5018	19.0317
Si	28.5708	12.2183	19.0237
Si	31.2715	-1.3809	19.0103
Si	32.6356	-0.0223	20.3555
Si	2.6847	2.6913	20.3509
Si	32.6075	5.4198	20.3738
Si	2.7004	8.1901	20.3805
Si	32.6405	10.8724	20.3805
Si	2.7228	-2.7339	20.351
Si	5.419	-0.0236	20.3814
Si	8.1732	2.7172	20.384
Si	5.4341	5.4365	20.3638
Si	8.1685	8.1483	20.3987
Si	5.4407	10.8485	20.3836
Si	8.1664	-2.7339	20.3905
Si	10.9043	0.0174	20.4335
Si	13.6009	2.7297	20.4807
Si	10.8785	5.4352	20.4407
Si	13.6053	8.1664	20.4593
Si	10.8945	10.8718	20.4469
Si	13.6051	-2.6968	20.4366
Si	16.3168	0.0328	20.4755
Si	19.0083	2.7428	20.4055
Si	16.2649	5.4706	20.4468
Si	19.0465	8.2	20.3821
Si	16.3102	10.9093	20.437
Si	19.0493	-2.6744	20.4639
Si	21.7369	0.0014	20.3701
Si	24.4903	2.7194	20.3483
Si	21.7609	5.4567	20.3802
Si	24.5022	8.1949	20.3765
Si	21.7589	10.952	20.4099
Si	24.4765	-2.7461	20.3662
Si	27.2247	-0.0245	20.3642
Si	29.9302	2.7138	20.3322
Si	27.25	5.4605	20.3379
Si	29.9116	8.1151	20.3658
Si	27.2125	10.8474	20.3725
Si	29.9325	-2.7482	20.3859
O	1.8634	6.5086	32.646
O	1.6199	3.3972	28.5059
O	6.0194	0.9212	29.7551
O	3.007	0.366	27.5537
O	13.5687	10.9075	27.3152
O	27.3868	-0.3311	34.7161
O	3.1189	7.1966	30.4439
O	10.8237	-0.9257	35.0439
O	32.7458	8.1601	27.5611
O	13.0358	2.4588	30.6705
O	2.039	9.7634	28.3531
O	13.8799	-2.7917	38.2511
O	12.3562	7.1125	30.1288
O	12.0391	6.318	35.5395
O	20.8405	5.8909	28.1698
O	6.6424	9.1963	28.5477
O	5.4666	-2.7523	27.5835
O	11.8905	-1.6525	28.5665
O	16.6248	-2.2767	31.0434
O	10.5925	2.5796	27.675
O	13.0294	-2.7305	30.6453
O	14.7271	7.1459	31.3309
O	22.7562	-4.041	32.7191
O	19.2237	-0.3463	27.9109
O	20.3477	1.812	28.7032
O	28.9094	6.471	32.9555
O	18.3151	5.711	28.3162
O	23.4644	-1.085	28.5972
O	26.7173	-2.3915	30.5991
O	26.1438	6.6486	28.5694
O	24.2269	5.1793	27.5358
O	25.361	5.6892	30.9884
O	28.416	2.0329	30.4247
O	16.3264	8.2314	27.6459
O	28.754	4.0288	28.6166
O	30.7447	7.7936	35.1697
O	23.4821	9.8568	31.0449
O	8.3441	2.7354	38.3005
O	23.4075	4.082	36.9281
O	6.791	4.483	37.1862
O	8.5901	2.9445	35.2022
O	32.0418	1.0252	37.1748
O	1.4479	-1.346	36.7492
O	4.3825	7.3639	28.1317
O	7.1736	-1.0268	28.4617
O	17.7946	0.5673	35.8739
O	16.3819	4.5322	37.9861
O	4.0946	-1.5943	32.7998
O	17.0984	3.4369	28.3692
O	20.687	6.5368	37.1121
O	9.2194	-1.1939	32.9646
O	2.7023	5.4854	27.4738
O	19.4036	10.9638	33.3018
O	15.4781	9.9902	35.4608
O	24.7043	8.267	38.4133
O	17.2021	-1.3604	37.4912
O	8.429	7.9808	38.1512
O	25.8175	-1.6996	36.1723
O	32.5015	4.0058	32.8381
O	9.2469	9.7737	32.8454
O	17.6949	8.5122	35.0822
O	13.1749	3.1323	34.3976
O	28.2862	-1.1575	37.0571
O	19.6735	4.6736	30.2744
O	27.4837	-2.4282	27.5627
O	25.8955	9.7438	33.316
O	5.7166	-0.0449	38.2804
O	14.5412	6.6478	28.6776
O	4.2669	10.7404	32.9337
O	29.9774	10.8816	27.5764
O	7.6674	1.8268	33.1437
O	28.2522	4.3721	37.2716
O	27.6081	5.2196	34.8479
O	6.8113	3.9481	28.6088
O	30.8716	6.401	37.2992
O	28.1581	2.6491	35.2891
O	31.643	-4.4699	36.7962
O	20.484	8.8436	32.0461
O	25.6303	-1.3706	32.8646
O	20.0373	-0.0422	30.5055
O	9.7709	3.5518	32.8678
O	32.119	-2.3437	35.3113
O	14.494	5.221	33.2523
O	30.1231	11.506	32.3482
O	5.0434	2.4535	27.4688
O	4.9155	-4.6534	37.179
O	1.9154	-1.1733	31.531
O	29.3052	9.1633	37.0005
O	9.1377	-2.8404	37.8699
O	8.2725	11.0165	30.6332
O	14.7167	-3.8131	28.8897
O	6.2364	6.3469	35.3417
O	17.9014	8.9449	32.4928
O	30.0708	-2.8147	37.9876
O	2.9712	10.6838	30.6438
O	27.7223	6.8984	30.5989
O	3.8573	11.7094	28.4375
O	19.0306	-3.0821	34.5768
O	12.1584	-1.0589	37.2955
O	21.119	9.0075	36.1347
O	17.436	1.352	32.8118
O	23.9282	3.565	30.352
O	1.7002	10.3745	32.8978
O	21.2493	6.936	34.5489
O	31.5955	-3.5472	28.3543
O	21.985	-0.283	38.0717
O	23.0562	7.2255	36.5222
O	18.6756	3.6326	37.161
O	2.083	3.6631	37.0796
O	6.5794	9.6237	37.2306
O	1.7875	9.4396	36.926
O	28.1441	7.7815	35.1367
O	19.8653	4.8077	35.0209
O	24.0983	-3.3494	34.9699
O	12.9709	-0.131	30.4654
O	20.8102	5.2212	32.5834
O	21.6337	-2.1263	31.1442
O	5.7592	7.5763	30.2911
O	21.2771	9.5565	29.6926
O	13.751	8.071	38.4034
O	11.8237	10.2668	32.6969
O	23.0762	10.1454	37.3926
O	10.8873	-4.5896	37.2851
O	17.5494	-4.1786	29.3367
O	10.6596	4.059	36.0777
O	10.9069	8.0241	33.8527
O	25.8926	-4.1024	28.7353
O	31.8725	9.6166	32.4809
O	22.9983	1.1902	29.7909
O	9.5715	-3.8281	28.7212
O	3.1954	7.8754	38.2693
O	13.5956	0.0384	27.5909
O	8.2654	-0.1896	30.7246
O	24.02	7.9698	32.8284
O	26.5262	3.6763	29.9661
O	0.4216	9.1578	34.7403
O	4.0268	1.3689	37.02
O	24.1773	-2.6308	31.0622
O	12.5548	4.8102	37.5726
O	25.2145	8.1119	30.4855
O	19.8597	-1.35	32.8187
O	10.2718	6.2294	37.4472
O	5.7713	3.161	30.9794
O	13.4436	7.4904	33.6198
O	1.7805	-1.8639	34.1171
O	21.6202	-2.5805	34.4837
O	24.697	2.3346	38.2326
O	22.184	3.1691	27.5326
O	27.3607	10.6823	37.9808
O	15.6096	0.7789	37.2955
O	6.2703	-0.3431	33.5088
O	13.0135	10.9744	30.3701
O	32.1201	11.2934	30.5508
O	17.8598	3.2418	34.6369
O	0.2681	5.1629	38.2297
O	25.9309	3.6879	36.1322
O	15.6978	-1.0513	35.425
O	19.0593	10.6558	30.781
O	3.0893	-2.9377	37.9615
O	8.5016	1.1884	28.5366
O	30.1601	2.6518	38.0159
O	16.3772	2.829	30.848
O	15.106	4.3482	35.6423
O	3.9215	0.355	34.4814
O	0.4742	6.7237	30.4525
O	11.6118	5.5812	33.1137
O	2.5935	7.6874	34.9401
O	7.5082	-4.3635	36.6093
O	15.5009	2.898	33.3751
O	30.4222	6.5947	30.9151
O	27.7344	9.6482	31.4375
O	2.336	4.764	30.6695
O	29.5189	9.9473	34.4597
O	19.1193	-2.4243	30.4227
O	8.0929	8.4848	30.7408
O	10.9296	9.3305	30.4504
O	25.1092	0.9133	28.1789
O	1.0919	2.6029	30.9382
O	30.0856	9.7545	30.4056
O	32.3895	-4.7195	34.2358
O	15.0101	-4.2364	31.505
O	7.0028	-1.7811	37.0274
O	17.4404	5.5281	35.8423
O	31.2683	6.2822	28.5388
O	20.1223	1.204	37.0182
O	31.9602	5.4224	34.9994
O	8.0788	10.9198	27.4024
O	2.5882	-3.6114	32.2817
O	25.5098	3.4656	32.434
O	14.9516	0.8942	31.786
O	19.6854	1.4547	34.3521
O	15.2505	-4.8212	37.4847
O	23.5215	-2.2473	37.264
O	13.899	2.5924	38.208
O	3.627	2.8502	35.0015
O	26.4331	7.0982	33.3272
O	16.159	7.2125	33.4717
O	6.0569	1.5801	35.2778
O	17.2961	9.6711	37.3954
O	12.9521	0.6366	35.3997
O	27.4583	0.0841	32.0405
O	23.463	1.8154	32.2811
O	9.276	5.9667	32.0992
O	32.5277	2.7705	35.1759
O	30.2731	3.6768	34.2031
O	4.3157	6.2283	33.5555
O	5.4825	6.6379	37.7957
O	17.7844	11.148	35.337
O	2.2688	5.0663	34.7953
O	19.8229	7.3043	30.0416
O	7.204	5.2789	30.8163
O	6.713	10.0321	32.4664
O	25.5941	1.1544	33.6805
O	25.029	8.2026	35.2215
O	22.2032	11.1859	35.0801
O	30.4306	1.2071	35.103
O	21.9237	8.1139	27.4283
O	18.2651	9.7671	28.4807
O	19.1885	-2.9819	38.133
O	19.1028	8.0693	38.3337
O	23.9533	3.0126	34.551
O	25.6613	6.4324	37.063
O	23.4249	10.1312	28.3811
O	17.1364	-4.0084	33.007
O	13.0869	-5.1674	35.8905
O	1.4865	-1.2192	28.8704
O	32.5616	-2.502	30.5282
O	13.7468	4.948	30.5633
O	32.5258	0.073	30.5108
O	25.0955	-0.271	30.5021
O	15.3553	1.5885	28.7206
O	11.822	9.3541	37.3084
O	0.2524	0.1341	34.9097
O	10.1472	1.566	37.0307
O	10.6681	-4.405	31.0099
O	12.356	8.9796	28.3469
O	15.3202	6.6264	37.0964
O	12.4241	4.0967	28.6191
O	18.7872	6.678	33.4973
O	27.079	2.5073	27.4583
O	24.4036	5.566	35.0184
O	20.7814	-4.899	37.261
O	13.2375	-1.916	35.0025
O	17.8843	1.1894	29.5248
O	27.7646	-4.7599	33.3731
O	8.589	-2.7667	30.9346
O	31.025	1.3327	28.8196
O	4.5702	0.9291	31.9595
O	21.4934	3.0393	31.1086
O	7.8245	6.8527	28.5785
O	31.902	4.4609	30.3137
O	5.2809	8.5544	34.1108
O	21.7319	-2.7158	27.5673
O	4.813	5.2567	29.6688
O	10.7267	-1.3037	30.8669
O	26.4395	0.6799	37.0895
O	19.9937	11.7779	28.4765
O	19.9936	-0.8685	35.4494
O	28.1873	11.7054	29.9287
O	10.6997	10.3227	35.0687
O	10.2309	7.5662	28.5811
O	7.4195	4.4653	33.3293
O	25.4572	-4.0577	37.1612
O	5.9564	10.8736	34.9018
O	0.4545	7.2557	36.3895
O	4.2913	4.875	36.4423
O	29.5677	-0.3847	27.583
O	28.1743	9.3693	28.6902
O	17.1907	-1.7533	28.57
O	8.3482	0.0945	35.0534
O	10.8759	1.9066	34.5931
O	19.2238	3.1516	32.3596
O	28.7435	4.5516	31.1675
O	11.1535	4.3551	30.8678
O	12.559	1.0514	32.8165
O	31.2421	2.1871	31.3272
O	29.9087	0.0687	31.005
O	26.009	11.5611	31.3597
O	15.1653	-2.1615	33.1525
O	3.5574	2.338	30.008
O	22.4545	7.4918	30.7836
O	8.7698	-2.5089	35.2084
O	15.1349	-3.6884	35.1864
O	1.4063	-4.1302	29.0732
O	29.0284	1.7692	32.9706
O	29.9728	-3.8362	34.7762
O	22.4379	-4.3408	30.0857
O	6.8589	6.9148	32.885

Results
total energy: -218733.069 eV
total energy less fixed offsets of O -438.35, Si -107.03 eV per atom: -14.349 eV

Forces (eV/angstrom), in the order of the atoms: element, x, y, z
Si	-0.3062	0.2722	0.7453
Si	0.1678	-0.1772	0.7313
Si	-0.2679	0.2318	0.7444
Si	-0.2402	0.2861	0.7064
Si	0.2497	-0.2099	0.6937
Si	-0.0797	-0.2274	0.6749
Si	-0.0577	0.2737	0.6894
Si	-0.0708	-0.3076	0.7288
Si	0.3959	-0.237	0.7362
Si	0.2056	-0.3856	0.6889
Si	-0.2908	0.224	0.7346
Si	0.0554	-0.1019	0.7221
Si	-0.1707	0.3031	0.6527
Si	0.106	-0.0238	0.7068
Si	-0.0929	0.1551	0.6558
Si	0.1217	-0.1022	0.7156
Si	-0.2068	-0.0719	0.656
Si	0.3292	-0.3341	0.6552
Si	-0.0986	0.1878	0.7305
Si	0.201	-0.0856	0.7638
Si	0.0139	0.0887	0.7445
Si	-0.1696	0.19	0.7557
Si	0.2043	-0.1015	0.6714
Si	0.2479	-0.2105	0.716
Si	-0.3311	0.0844	0.6262
Si	-0.0377	0.2487	0.6776
Si	0.186	-0.1109	0.7368
Si	0.2434	-0.2603	0.6775
Si	-0.3279	0.2426	0.6974
Si	0.4457	-0.2155	0.7176
Si	0.1077	-0.2259	0.719
Si	0.2525	-0.2358	0.6945
Si	-0.1887	0.1829	0.7493
Si	0.0175	-0.1417	0.7014
Si	-0.113	0.0699	0.6829
Si	-0.0844	0.3344	0.7788
Si	0.0025	0.0314	-0.0311
Si	-0.027	-0.0232	-0.003
Si	-0.0145	-0.0557	-0.0801
Si	0.0011	-0.0503	-0.0575
Si	0.0171	-0.0064	-0.058
Si	0.0865	0.0097	-0.0269
Si	0.0225	0.0358	-0.0681
Si	-0.0271	0.0472	-0.0684
Si	-0.0222	-0.0209	-0.0647
Si	0.0068	-0.0012	-0.0252
Si	0.0087	0.0013	-0.0308
Si	-0.0201	-0.023	-0.0213
Si	-0.0136	-0.0754	-0.038
Si	-0.0046	-0.0116	-0.0385
Si	-0.0001	-0.0003	-0.0308
Si	-0.0288	0.0502	-0.0833
Si	0.0319	0.0305	-0.0117
Si	-0.0452	0.0007	-0.0189
Si	-0.0241	0.0047	-0.0735
Si	-0.0086	0.0082	-0.0751
Si	0.0203	0.0253	-0.0557
Si	0.0175	-0.0223	-0.061
Si	0.0443	-0.0118	-0.0602
Si	0.0031	-0.0077	-0.0346
Si	0.0592	0.0164	0.0208
Si	0.0214	-0.0117	-0.0276
Si	-0.0261	0.0208	-0.0228
Si	-0.044	0.0051	-0.0403
Si	-0.0129	-0.0334	-0.0278
Si	-0.0333	0.0187	-0.0603
Si	0.0132	0.0182	-0.0742
Si	-0.0039	0.0036	-0.0466
Si	-0.0023	-0.007	-0.0331
Si	0.0223	0.0075	-0.065
Si	-0.0648	-0.0081	-0.0501
Si	0.0478	-0.0186	-0.0754
Si	0.0002	0.0152	0.0198
Si	0.0115	0.0167	0.0359
Si	0.017	0.0065	0.0161
Si	0.0351	0.0178	0.0081
Si	-0.0112	0.0266	0.0402
Si	-0.0529	0.0216	0.0183
Si	-0.006	-0.0481	-0.0159
Si	-0.0346	0.0471	0.0309
Si	0.0105	-0.0044	0.0824
Si	-0.0136	0.02	0.0149
Si	-0.0078	-0.0189	0.0621
Si	-0.0144	0.0136	-0.0043
Si	-0.0096	-0.0146	0.0515
Si	-0.0282	-0.0028	0.0273
Si	0.022	0.0368	0.0012
Si	0.0387	0.006	0.0385
Si	0.0078	-0.0178	0.0164
Si	0.0051	0.012	0.0357
Si	0.0198	-0.0098	0.0422
Si	0.0051	-0.02	0.0392
Si	0.0152	-0.0459	-0.0035
Si	0.0089	-0.0124	-0.016
Si	0.0109	0.0086	0.0243
Si	0.0083	0.0144	0.053
Si	-0.0376	0.0112	-0.0071
Si	0.024	0.0159	-0.0141
Si	-0.0055	-0.0013	0.0442
Si	-0.0069	-0.006	0.0249
Si	0.016	0.0143	0.0068
Si	0.0119	-0.0551	0.034
Si	-0.0059	-0.0067	0.0299
Si	-0.0044	-0.0219	0.0231
Si	0.0077	0.002	0.0182
Si	0.0274	-0.0151	0.0498
Si	-0.0238	0.0349	0.0163
Si	-0.0035	-0.0092	-0.0275
Si	0.0188	0.0144	0.0034
Si	-0.0139	-0.0205	-0.0275
Si	-0.0183	-0.0182	-0.0111
Si	-0.0085	-0.0131	-0.0146
Si	0.012	0.016	-0.015
Si	-0.0104	-0.0484	-0.0123
Si	0.0267	0.0137	0.0093
Si	0.0175	0.0094	-0.0053
Si	0.0152	0.0043	-0.0542
Si	-0.0223	-0.0009	-0.031
Si	0.015	-0.0034	-0.0153
Si	0.0128	0.0049	-0.0307
Si	-0.0243	-0.0102	0.0004
Si	0.0308	-0.0186	-0.0178
Si	0.0242	-0.0239	0.0008
Si	0.0025	-0.0076	-0.0426
Si	-0.0171	-0.0075	0.0087
Si	0.0062	0.0021	-0.0429
Si	-0.0151	0.0066	-0.0056
Si	0.0108	0.0231	-0.0062
Si	0.0017	-0.0206	-0.0008
Si	-0.0046	0.0332	0.0016
Si	-0.0147	-0.0012	0.013
Si	-0.0278	0.0018	-0.0117
Si	-0.0223	-0.0114	-0.0223
Si	0.0106	0.0038	0.0092
Si	-0.0055	-0.0044	-0.0477
Si	-0.0089	-0.0022	-0.0349
Si	-0.0292	0.0298	0.009
Si	0.0231	0.0113	-0.0274
Si	-0.0066	0.0145	-0.0337
Si	-0.0129	0.0066	-0.0257
Si	0.0076	0.016	0.0005
Si	0.0161	-0.0116	0.0062
Si	0.0013	-0.023	0.0105
Si	0.01	0.0076	0.0002
Si	-0.0068	-0.0041	0.0192
Si	-0.0122	-0.0114	0.004
Si	-0.0094	-0.0168	0.003
Si	0.0218	-0.0197	0.0047
Si	0.0154	0.0122	0.0255
Si	-0.0019	-0.0082	-0.0016
Si	-0.0089	0.0031	-0.0008
Si	0.0209	0.0137	0.0059
Si	-0.001	0.0006	0.0052
Si	-0.0002	0.008	0.0184
Si	0.0006	0.0168	0.0109
Si	0.0094	-0.0142	-0.0086
Si	0.0307	-0.0049	0.0041
Si	0.0017	0.0057	0.0137
Si	-0.0232	-0.002	0.0045
Si	-0.0317	0.0428	0.0374
Si	0.012	0.0215	0.0044
Si	0.015	-0.0147	0.0069
Si	-0.0113	0.0062	0.0106
Si	0.0069	-0.0082	0.0144
Si	0.0062	-0.0279	0.0087
Si	0.0009	0.0075	0.0026
Si	0.0066	-0.0142	-0.0186
Si	0.0268	-0.0082	0.0303
Si	-0.027	-0.0091	0.0059
Si	0.0054	-0.0021	-0.0054
Si	-0.0097	-0.008	-0.0093
Si	0.0031	0.0144	0.0036
Si	0.0179	-0.0096	0.001
Si	-0.0083	-0.0071	0.0073
Si	-0.0021	0.0034	-0.0077
Si	-0.0056	0.0066	0.0125
Si	0.0116	0.0235	0.0062
Si	-0.0146	-0.0184	0.0088
Si	-0.0049	-0.026	0.0051
Si	0.0047	0.003	0.0116
Si	-0.0152	0.0033	0.0481
Si	-0.0038	0.0273	0.0125
Si	0.0034	0.0161	-0.0168
Si	0.0268	-0.0215	0.0211
Si	-0.0115	0.0347	0.0221
Si	0.0226	0.0102	0.034
Si	0.0009	-0.0298	-0.0071
Si	-0.005	0.0021	0.0298
Si	0.0014	-0.0115	0.0014
Si	0.0022	0.0121	0.0142
Si	-0.0047	-0.0022	-0.0016
Si	-0.0125	-0.0276	0.0035
Si	-0.0309	-0.0084	0.0343
Si	0.004	-0.0096	-0.0018
Si	0.0031	0.001	0.0029
Si	0.0145	0.0025	0.0227
Si	-0.0158	-0.0128	0.026
Si	-0.0201	0.0013	-0.0138
Si	-0.0011	0.009	0.0359
Si	0.0039	-0.0121	0.0207
Si	-0.0239	0.0488	-0.0188
Si	-0.0358	-0.0258	0.0221
Si	-0.0099	-0.0171	-0.0014
Si	-0.0041	0.0188	0.0662
Si	0.0392	0.0304	-0.01
Si	-0.0272	-0.0307	-0.0233
Si	0.023	0.0107	-0.0057
Si	-0.0051	0.0007	0.0304
Si	-0.0178	-0.0208	0.0261
Si	0.0013	-0.01	0.0024
Si	0.0174	-0.0078	0.0482
Si	0.0375	0.0327	0.0068
Si	-0.0086	-0.0329	0.0225
Si	-0.0123	-0.007	0.0159
Si	0.0307	0.0118	-0.0108
Si	-0.0217	-0.0087	-0.0079
Si	-0.0021	-0.0585	-0.0269
Si	0.0187	0.0258	-0.0235
Si	0.0025	-0.0635	-0.0313
Si	0.0054	0.0066	-0.024
Si	0.0231	0.0163	-0.0011
Si	-0.0228	-0.015	-0.0232
Si	-0.0191	0.006	-0.0216
Si	0.0412	-0.0374	-0.0077
Si	-0.0092	-0.0305	-0.0177
Si	0.007	0.0493	-0.0313
Si	-0.0074	0.009	-0.0497
Si	-0.0047	0.0105	0.0024
Si	-0.0143	-0.0016	-0.0531
Si	0.0031	-0.0455	0.0124
Si	-0.1027	0.029	0.0399
Si	0.0409	-0.0007	-0.0353
Si	0.0229	-0.0203	-0.0406
Si	0.007	0.0344	-0.0179
Si	0.0533	0.0182	0.0103
Si	-0.0153	-0.0076	-0.0323
Si	-0.0014	-0.0235	-0.0265
Si	0.0006	-0.0096	0.0004
Si	-0.0037	-0.0143	-0.0044
Si	0.0622	-0.0376	-0.0598
Si	-0.0271	-0.0215	-0.0226
Si	0.0089	0.0228	-0.0636
Si	0.0624	0.0312	-0.071
Si	-0.03	0.0134	-0.0112
Si	-0.0033	0.0417	-0.041
Si	-0.0426	-0.0197	-0.0382
Si	-0.0016	0.04	-0.0498
Si	-0.0211	0.001	-0.0149
Si	-0.0082	-0.0089	-0.0115
Si	0.0069	-0.0138	-0.0256
Si	-0.0049	-0.0265	-0.0434
Si	0.007	0.0554	-0.0302
Si	-0.0067	0.0026	0.0538
Si	-0.0382	-0.0182	0.0107
Si	0.0162	-0.0205	0.0575
Si	-0.0184	0.05	0.0237
Si	-0.0006	0.0051	0.0289
Si	-0.018	-0.0071	0.0758
Si	0.0377	-0.0729	0.0379
Si	0.0411	0.0611	0.0614
Si	0.0414	-0.0123	0.062
Si	-0.0396	-0.0321	0.0523
Si	0.0213	0.025	0.0545
Si	-0.0388	-0.0285	0.0478
Si	-0.01	0.0102	0.049
Si	0.0291	-0.0054	0.0134
Si	-0.0339	0.0318	0.046
Si	0.0507	-0.0414	-0.0049
Si	-0.0392	0.0303	0.0186
Si	0.0156	-0.0299	0.0258
Si	-0.0209	-0.0329	0.0379
Si	-0.1029	-0.0009	0.0755
Si	0.0336	0.0756	0.0691
Si	0.0473	-0.0295	0.0324
Si	-0.0455	0.0042	0.0185
Si	0.0301	0.0758	0.0744
Si	-0.085	-0.04	0.0374
Si	0.019	-0.018	0.0061
Si	-0.0218	-0.0264	-0.0012
Si	0.015	0.0368	0.1027
Si	-0.0069	0.0356	0.0538
Si	-0.016	-0.0537	0.041
Si	-0.0049	0.0148	0.0316
Si	0.0325	0.011	0.0952
Si	0.0367	-0.0099	0.0963
Si	-0.0034	0.0084	0.0556
Si	-0.0155	-0.0255	0.0694
Si	0.0371	0.0052	0.0024
Si	-0.2398	-0.1849	-0.7356
Si	0.0184	-0.0335	-0.538
Si	-0.2902	-0.0954	-0.6844
Si	0.1425	-0.0061	-0.7229
Si	0.0799	0.2139	-0.7162
Si	-0.2597	-0.0261	-0.8278
Si	0.1092	0.177	-0.7822
Si	-0.0814	-0.2821	-0.7208
Si	0.1284	0.1814	-0.7043
Si	0.0619	-0.222	-0.7514
Si	-0.2711	-0.2096	-0.7444
Si	0.3271	0.2556	-0.6179
Si	-0.172	-0.1511	-0.7085
Si	0.1932	0.2832	-0.7177
Si	0.0223	0.1866	-0.7961
Si	-0.1855	-0.2125	-0.7095
Si	-0.3677	-0.1117	-0.7363
Si	0.4904	0.3053	-0.55
Si	-0.147	-0.0847	-0.6703
Si	-0.1395	-0.2211	-0.758
Si	0.1481	-0.0856	-0.7247
Si	-0.3731	0.0069	-0.6444
Si	0.0967	0.1822	-0.7543
Si	-0.1567	-0.149	-0.716
Si	0.1428	0.195	-0.7456
Si	-0.113	-0.1431	-0.6473
Si	0.0377	-0.0086	-0.5436
Si	0.0831	0.2119	-0.7456
Si	0.2159	0.0593	-0.686
Si	-0.2499	-0.1564	-0.6659
Si	-0.0189	0.0045	-0.5541
Si	0.2796	0.1799	-0.719
Si	0.1692	0.2282	-0.7483
Si	-0.2281	-0.0885	-0.7569
Si	-0.227	-0.2323	-0.7046
Si	0.1767	0.0721	-0.7152
Si	0.0523	-0.1161	0.1182
Si	0.0561	0.0458	0.0625
Si	-0.0459	-0.0376	-0.0054
Si	0.1237	-0.0606	0.134
Si	0.0466	0.0101	0.0663
Si	0.0889	-0.07	-0.0226
Si	-0.095	-0.0262	0.0665
Si	0.2332	0.0077	0.0158
Si	0.0803	-0.002	-0.0536
Si	0.0351	-0.0658	-0.1167
Si	0.0912	0.1222	-0.0032
Si	-0.0283	-0.0763	-0.0261
Si	-0.0163	-0.0087	0.151
Si	-0.0076	-0.0872	0.0506
Si	0.0158	0.1217	-0.2057
Si	-0.0351	-0.0828	0.0089
Si	0.0124	0.0401	-0.2126
Si	0.0327	-0.0088	-0.0461
Si	0.0018	-0.0368	0.0603
Si	0.1056	-0.0299	0.1403
Si	0.0185	-0.1011	0.1157
Si	0.0066	-0.0275	-0.0581
Si	0.0306	0.081	-0.0379
Si	0.0924	0.0154	-0.0253
Si	-0.0247	-0.0348	-0.065
Si	0.0503	-0.0234	-0.2218
Si	0.0667	0.0225	0.0945
Si	0.1232	-0.1064	0.0523
Si	-0.0406	-0.0133	-0.1677
Si	0.0851	0.049	0.0692
Si	0.0546	-0.0436	-0.0508
Si	-0.0311	-0.0417	0.0246
Si	0.032	0.0652	0.0838
Si	-0.1182	-0.0825	0.0406
Si	0.0982	0.0909	-0.0264
Si	-0.0619	0.1019	0.1544
Si	0.0141	-0.1398	0.0528
Si	0.1052	0.0314	-0.0965
Si	-0.0688	-0.0529	-0.1754
Si	-0.0538	0.065	0.0306
Si	0.1003	-0.0564	-0.1621
Si	-0.0241	-0.0808	-0.0293
Si	-0.0163	0.0743	-0.0656
Si	-0.1151	0.0064	0.0928
Si	0.0693	-0.0388	-0.0134
Si	-0.019	-0.0272	0.1084
Si	0.139	-0.072	-0.2167
Si	-0.0939	0.0341	0.0426
Si	-0.1566	-0.0268	0.0358
Si	-0.1155	-0.134	0.0281
Si	0.0482	0.0118	-0.1029
Si	0.092	0.0586	-0.0924
Si	-0.0489	-0.0379	-0.0098
Si	0.0468	0.0146	0.1284
Si	0.1052	0.1112	0.1339
Si	0.0897	0.0482	-0.0598
Si	-0.1162	-0.0043	0.0403
Si	0.0422	0.0284	-0.0973
Si	0.0173	0.0245	-0.0334
Si	-0.0282	-0.0574	0.0566
Si	-0.0999	-0.0737	-0.0118
Si	0.0457	-0.0368	-0.0393
Si	0.0238	-0.0908	-0.0457
Si	-0.1562	0.0733	-0.075
Si	0.0858	-0.0422	-0.0054
Si	-0.0984	0.0477	0.0339
Si	0.0135	-0.0068	-0.0003
Si	-0.133	-0.0372	0.0091
Si	-0.0032	-0.128	0.1121
Si	-0.0613	-0.119	0.053
Si	-0.0225	0.0415	0.096
Si	0.017	0.057	0.0971
Si	0.01	0.1849	-0.0131
Si	-0.0192	-0.0516	-0.087
Si	-0.0349	0.0394	0.0348
Si	-0.0161	-0.0386	0.119
Si	0.0125	-0.0682	0.2796
Si	-0.0508	0.0025	0.0412
Si	-0.061	-0.0894	0.0993
Si	0.0562	0.0968	-0.0293
Si	0.0274	0.0344	-0.0184
Si	0.0161	-0.1439	-0.0701
Si	-0.0026	-0.0001	0.0617
Si	0.0614	0.0569	-0.0385
Si	-0.0532	0.0585	-0.0389
Si	-0.1296	-0.1306	-0.1472
Si	0.0403	-0.0047	0.1096
Si	0.0398	-0.0389	0.096
Si	-0.0758	-0.0028	0.0794
Si	-0.0521	0.0249	-0.0272
Si	0.0976	0.0182	0.0098
Si	0.004	0.0226	0.0646
Si	-0.0068	0.1045	0.0108
Si	0.0167	0.0144	-0.0174
Si	-0.0723	-0.034	-0.0461
Si	-0.0386	-0.1101	-0.0824
Si	-0.023	0.0182	0.0612
Si	-0.005	-0.0088	0.0734
Si	-0.0012	-0.0028	0.1417
Si	0.0731	0.0703	-0.0493
Si	0.074	-0.034	-0.0431
Si	0.2052	0.0854	0.0482
Si	0.0337	0.0452	-0.0175
Si	-0.0654	0.005	0.0804
Si	-0.1114	-0.0828	-0.18
Si	0.0795	0.0098	0.016
Si	0.0695	0.0037	0.0101
Si	0.0012	-0.006	0.0681
Si	-0.0032	0.0173	-0.0068
Si	0.0132	0.0282	0.0013
Si	-0.0004	0.0015	0.0012
Si	-0.0019	0.0097	-0.0006
Si	0.007	-0.0164	-0.0081
Si	-0.009	0.0009	-0.0001
Si	-0.006	-0.0086	-0.0074
Si	-0.0343	-0.0002	-0.0082
Si	-0.0018	0.0078	-0.0122
Si	-0.0219	-0.0014	-0.0078
Si	0.0163	-0.0009	-0.0134
Si	0.0038	0.0187	0.0028
Si	0.0213	-0.0071	-0.005
Si	-0.0077	0.0059	-0.0055
Si	0.0047	0.0208	-0.0178
Si	-0.0096	0.0084	-0.0157
Si	0.0154	0.0115	-0.0098
Si	-0.0068	0.0146	-0.0162
Si	0.0052	-0.0274	-0.0034
Si	0.0029	0.0049	-0.0118
Si	-0.0072	-0.0258	0.0145
Si	-0.0067	-0.0044	-0.0143
Si	0.0177	-0.0019	-0.0023
Si	-0.0019	-0.0054	-0.011
Si	0	-0.0306	-0.0058
Si	-0.011	-0.0088	-0.0069
Si	0.0076	0.0051	0.0003
Si	-0.0051	0.0003	-0.0143
Si	0.007	-0.011	-0.0145
Si	-0.0087	0.0069	-0.0011
Si	0.0064	-0.0284	-0.0021
Si	0.0032	-0.0062	-0.0065
Si	0.007	-0.0076	-0.0124
Si	-0.0058	-0.005	0.0079
Si	0.0023	0.0227	-0.0149
Si	0.0083	0.0365	0.005
Si	0.0095	-0.0152	-0.0088
Si	-0.0235	0.0078	-0.0035
Si	0.0174	-0.0189	-0.0015
Si	0.0078	-0.0107	-0.0072
Si	0.0071	0.0116	-0.008
Si	0.0041	-0.0041	0.0022
Si	-0.0028	0.017	-0.0013
Si	0.0053	-0.0086	0.0001
Si	0.0061	0.0016	-0.0051
Si	0.0084	-0.0099	-0.0053
Si	-0.0054	0.0013	-0.0061
Si	0.002	-0.0095	0.0045
Si	-0.0007	0.0016	-0.004
Si	0.0068	0.0003	0.0022
Si	-0.0028	-0.008	-0.0065
Si	0.0052	0.0143	-0.0026
Si	-0.0042	0.0043	-0.0011
Si	0.0115	0.0081	0.0037
Si	-0.0028	0.0061	-0.0028
Si	-0.0104	0.0068	-0.0068
Si	-0.0112	0.005	-0.006
Si	-0.0026	0.0026	0.0057
Si	-0.0026	-0.0073	0.0025
Si	0.0005	-0.0054	-0.0061
Si	0.0088	-0.006	-0.0005
Si	0.0131	-0.0047	-0.0067
Si	-0.0193	0.0126	0.0064
Si	-0.0036	0.0007	-0.0072
Si	0.0026	0.0135	0.0024
Si	-0.0051	0.0058	-0.0081
Si	-0.0079	0.0076	-0.0003
Si	0.0011	0.0015	0
Si	0.0097	-0.0017	0.0075
Si	-0.0068	0.0053	-0.0017
Si	-0.0033	-0.0069	-0.0005
Si	-0.0026	-0.0077	-0.0058
Si	0.0012	0.0157	0.0035
Si	0.0178	0.0132	0.0103
Si	0.0057	0.0087	-0.0029
Si	0.0055	0.0152	0.0023
Si	-0.0065	-0.0094	-0.0002
Si	-0.0097	-0.0119	0.0033
Si	-0.0055	-0.0198	0.0027
Si	-0.0036	-0.0054	0.0017
Si	-0.0105	-0.0007	0.0046
Si	0.0073	0.0196	-0.003
Si	-0.0027	0.0057	-0.001
Si	0.0052	0.0034	-0.0042
Si	-0.0004	-0.0038	-0.0006
Si	0.0006	-0.0162	0.0044
Si	-0.0037	0.0025	0.0056
Si	0.002	-0.001	-0.006
Si	0.0059	0.0179	0.0008
Si	0.0018	-0.0011	-0.008
Si	-0.0037	0.0107	0.0028
Si	0.013	0.0014	-0.0027
Si	0.0025	-0.0082	0.0056
Si	-0.0004	0.0171	0.0106
Si	-0.0127	-0.0139	-0.0003
Si	-0.0103	-0.0078	-0.0041
Si	-0.0004	-0.0004	-0.0036
Si	0.0063	0.0059	-0.0045
Si	0.0149	0.0001	0.0047
Si	-0.0076	-0.0106	0.0018
Si	-0.0026	-0.0063	0.0087
Si	-0.0058	0.0009	0.0024
Si	-0.0073	-0.0051	0.0002
Si	-0.0168	-0.012	0.0107
Si	0.0073	-0.0035	-0.0022
Si	0.005	0.0023	-0.0013
Si	0.0016	-0.0043	0.0058
Si	0.0104	0.0116	0.0133
Si	0.0048	-0.0143	0.0002
Si	0.0108	-0.0032	-0.0016
Si	0.0016	-0.006	-0.0017
Si	0.0028	-0.0053	-0.001
Si	-0.0041	0.0051	0.0035
Si	0.0098	0.0048	-0.0011
Si	-0.0043	0.0105	0.0057
Si	0.0004	0.0059	0.001
Si	-0.0093	0.0034	0.0058
Si	0.003	-0.0118	-0.0046
Si	0.0041	-0.0048	0.0029
Si	-0.0032	-0.0014	0.0034
Si	-0.0022	0.0021	0.0064
Si	-0.0034	0.0046	0.0042
Si	0.0048	-0.0086	0.0041
Si	0.0018	0.0029	0.0003
Si	0.004	0.0004	0.0064
Si	-0.0018	-0.0098	0.0094
Si	0.0033	-0.0017	0.0038
Si	-0.0047	-0.0017	-0.0017
Si	-0.0058	0.01	0.0018
Si	-0.0094	0.0061	0.0013
Si	0.0025	0.0053	0.0102
Si	0.0036	-0.0042	0.0026
Si	0.0042	0.0046	-0.0008
Si	0.0006	-0.0058	0.0018
Si	-0.0074	0.0046	0.004
Si	-0.0078	0.0042	0.0079
Si	0.0049	-0.0047	0.0094
Si	0.0049	0.0007	-0.0034
Si	0.0022	-0.0004	0.0019
Si	0.0074	0.0001	0.0031
Si	-0.0052	-0.0007	0.0038
Si	-0.0098	0.0129	0.0009
Si	-0.0014	0.0083	0.0007
Si	-0.007	0.0065	0.0004
Si	-0.0059	0.0024	0.0075
Si	-0.009	-0.0039	0.0069
Si	0.0062	0.002	0.0028
Si	0.0164	0.0033	0.0057
Si	0.0035	0.0034	0.0009
Si	-0.0007	0.0013	0.0026
Si	-0.0038	-0.0037	-0.0009
Si	-0.0023	-0.0031	0.0004
Si	-0.0025	0.0044	0.0016
Si	0.0018	0.0093	0.0013
Si	0.0027	0.0136	0.0013
Si	0.0034	0.005	0.0001
Si	0.0026	0.0057	-0.0026
Si	-0.0002	0.0013	-0.0015
Si	-0.0057	-0.0068	0.0005
Si	0.0001	-0.0016	0.0021
Si	0.0015	0.007	0.002
Si	0.0027	0.0083	-0.0002
Si	-0.0033	-0.0013	-0.0013
Si	-0.0049	0.0023	-0.0001
Si	-0.0036	-0.0092	0.0009
Si	0.0026	-0.0052	-0.0007
Si	-0.0013	-0.0042	0.0029
Si	-0.0002	-0.0062	-0.0003
Si	0.0019	-0.0045	-0.0014
Si	0.0026	0.0012	-0.0042
Si	-0.0015	0.0047	-0.0046
Si	-0.0023	0.0015	-0.0011
Si	0.0091	0.0049	0.0049
Si	-0.0074	-0.0037	0.0049
Si	-0.0038	-0.0007	0.0039
Si	-0.0021	0.0056	0.0051
Si	0.004	-0.0014	0.0009
Si	0.0018	0.0018	-0.0013
Si	-0.003	-0.0067	0.0003
Si	-0.0024	-0.0024	0.0007
Si	0.0126	0.0018	0.0002
Si	0.0041	-0.0002	-0.0017
Si	0.0036	0.0048	-0.0026
Si	-0.0076	-0.0055	0.0017
Si	-0.0011	-0.0011	0.0025
Si	0.0021	0	-0.0008
Si	0.0016	0.0018	0.0021
Si	-0.0013	-0.0028	0.0025
Si	-0.005	-0.0103	-0.0018
Si	0.0025	-0.0054	0.0003
Si	0.0011	-0.0038	-0.0008
Si	0.0013	0.0013	0.0043
Si	-0.0029	-0.0065	0.0038
Si	0.0004	0.0047	0.0022
Si	-0.0017	0.0008	-0.0021
Si	0.0028	0.007	0.0013
Si	-0.0019	0.0026	0.0044
Si	0.0002	-0.0082	0.0068
Si	0.0024	0.0066	0.0022
Si	0.0089	-0.0012	0.0002
Si	0.0004	0.0099	0.0009
Si	-0.0071	0.0048	0.0007
Si	-0.0046	0.0038	0.0042
Si	-0.0034	0.0032	0.0013
Si	0.0024	0.0057	0.001
Si	-0.0068	-0.0013	0.003
Si	-0.0027	-0.0061	0.0023
Si	-0.0022	0.005	0.0034
Si	-0.0028	-0.0018	0.0034
Si	0.0048	0.0061	-0.0023
Si	0.0025	-0.0065	0.0002
Si	0.0014	-0.0002	-0.0005
Si	-0.004	-0.0021	0.0011
Si	0.0003	0.002	-0.0016
Si	-0.0019	0.0082	-0.0004
Si	-0.0004	-0.0004	0.003
Si	-0.0032	-0.0016	0.0004
Si	0.0022	-0.0011	-0.0004
Si	0.0041	-0.0085	-0.0007
Si	0.0096	0.0086	0.0003
Si	0.0028	0.0004	-0.0009
Si	-0.0065	0.0039	0.0016
Si	-0.0016	-0.0038	0.0022
Si	-0.0013	0.0088	0.001
Si	0.0031	0.0082	0.0005
Si	-0.0009	0.0145	0.0014
Si	-0.0036	0.0023	-0.0001
Si	-0.0015	0.0003	-0.0014
Si	-0.0012	0.0052	0.0011
Si	-0.0005	-0.0046	-0.0026
Si	-0.0009	0.0003	0.0013
Si	0.0028	0.0003	0.0034
Si	0.0014	-0.001	0.0026
Si	0.0011	0.0071	-0.0011
Si	-0.0011	-0.0044	-0.0024
Si	-0.0061	-0.0038	0.0021
Si	-0.0049	-0.0077	0.0047
Si	0.0062	-0.0035	-0.0006
Si	0.0053	0.0007	0.0012
Si	0.0022	-0.0039	-0.003
Si	-0.0074	0.0033	-0.0007
Si	0.004	0.0008	0.0008
Si	0.0006	0.0036	-0.0015
Si	0.0007	-0.0014	-0.0037
Si	0.0067	-0.0052	-0.0008
Si	-0.0057	-0.0034	-0.001
Si	0.007	0.0041	-0.0002
Si	0.0031	0.0012	-0.0004
Si	0.0005	-0.0001	-0.0035
Si	-0.0019	-0.0013	0.0004
Si	-0.01	-0.0003	0.0017
Si	-0.0018	-0.0004	0.0033
Si	0.001	0.0014	-0.0006
Si	0.0131	0.0059	-0.004
Si	0.0063	0.01	-0.0047
Si	-0.0017	-0.0028	-0.0044
Si	-0.0002	0.0004	-0.005
Si	0.0045	-0.0029	-0.0022
Si	0.0034	0.0024	0.0007
Si	-0.0021	-0.002	-0.0017
Si	-0.0039	-0.0101	-0.0034
Si	-0.0042	-0.0058	-0.002
Si	-0.0059	-0.0006	-0.0004
Si	0.0035	0.0013	-0.0049
Si	-0.0032	-0.0086	0.0009
Si	0.0032	0.0021	-0.0004
Si	0.0001	-0.006	-0.0018
Si	-0.0028	0.0004	-0.0032
Si	-0.0001	-0.0072	0.0005
Si	-0.0016	0.0015	0.0002
Si	0.0002	-0.0011	0.001
Si	-0.002	-0.0009	0.002
Si	-0.002	0.0021	-0.0011
Si	0.0087	0.012	-0.0018
Si	0.0014	0.0097	-0.0005
Si	-0.0008	-0.0016	-0.0023
Si	0.0057	0.0084	0.0021
Si	-0.0028	-0.0041	-0.0044
Si	0.0028	0.0008	0.0025
Si	-0.0056	0.0014	-0.0001
Si	-0.0089	0.0014	0.0021
Si	0.0021	0.0091	0.0011
Si	0	0.0015	-0.0021
Si	-0.008	-0.0017	-0.0007
Si	-0.0045	-0.0054	0.0009
Si	-0.0005	0.003	0
Si	0.0025	-0.001	0.0009
Si	-0.0005	-0.0021	-0.0017
Si	0.0075	0.0015	-0.0035
Si	-0.0029	-0.0007	0.0003
Si	-0.0031	-0.0054	0.0001
Si	0.0042	0.0054	-0.0004
Si	0.0025	0.0034	0.002
Si	-0.0001	0.0032	-0.0052
Si	-0.0022	-0.0057	0.0031
Si	-0.0008	0.0075	0.0038
Si	-0.003	0.0039	0.0009
Si	0.0023	0.0037	-0.0008
Si	0.0016	0.0078	-0.0015
Si	-0.0074	0.0081	0.0026
Si	0.0047	0.0021	0.0016
Si	-0.0037	-0.001	-0.0046
Si	-0.0017	0.002	-0.0061
Si	0.0021	-0.0021	0.0031
Si	0.0008	0.0081	0.0028
Si	0.0038	-0.0114	0.0046
Si	0.0081	0.0025	-0.0041
Si	0.0033	-0.0001	-0.0039
Si	0.0003	0.0023	-0.0013
Si	-0.0065	0.0039	0.0085
Si	-0.0033	-0.0069	0.0045
Si	0.0037	0.0062	-0.0064
Si	-0.0048	-0.0103	-0.008
Si	-0.0056	0.0097	0.0039
Si	0.0014	-0.0057	0.0038
Si	0.0006	0.0051	-0.009
Si	0.0108	-0.0094	-0.0089
Si	-0.003	-0.0032	-0.0074
Si	-0.0032	0.0039	0.003
Si	-0.0018	-0.0001	-0.0043
Si	0.005	0.0006	-0.0074
Si	0.0024	-0.0182	-0.0035
Si	-0.0051	0.0025	-0.0041
Si	0.0002	-0.0008	0.0047
Si	0.0022	0.0039	-0.0009
Si	0.0025	-0.0075	-0.0049
Si	0.012	-0.0097	-0.0018
Si	-0.008	-0.007	-0.0066
Si	0.0115	0.0027	-0.0112
Si	-0.0068	0.0011	-0.0017
Si	0.0028	-0.01	0.0005
Si	0.0108	0.0153	-0.0027
Si	-0.0002	0.0004	-0.0071
Si	0.0001	0.0002	-0.0029
Si	-0.007	-0.0097	0.0004
Si	0.0019	-0.0116	0.0008
Si	0.0036	0.0081	-0.0055
Si	0.0007	-0.0121	-0.0011
Si	-0.0026	-0.0045	-0.007
Si	-0.0037	0.0093	-0.0048
Si	-0.0104	-0.007	-0.0101
Si	0.0039	0.0122	0.0003
Si	-0.0161	-0.016	-0.0005
Si	-0.007	-0.0043	-0.0008
Si	-0.0064	-0.0156	-0.0005
Si	0.0119	0.0201	-0.0018
Si	0.0253	0.0181	-0.0006
Si	0.0045	0.0009	-0.0056
Si	-0.0015	0.0109	0.0048
Si	0.009	-0.0041	-0.0043
Si	-0.0021	0.0023	0.0011
Si	-0.0026	-0.0115	-0.0041
Si	-0.0068	-0.003	0.0017
Si	-0.0109	0.0027	0.0029
Si	0.0045	0.0027	0.0002
Si	0.0039	0.0101	-0.0043
Si	-0.0019	0.0131	-0.0124
Si	0.0025	0.0032	-0.0037
Si	-0.0108	-0.0038	-0.002
Si	-0.0008	-0.0051	-0.0012
Si	0.0144	-0.0007	-0.0113
Si	-0.0041	0.0057	0.0057
Si	-0.0136	0.0031	0.0124
Si	-0.0064	0.0079	-0.009
Si	0.0024	-0.0096	-0.0005
Si	0.0095	-0.0026	-0.0092
Si	-0.013	0.0201	0.0087
Si	0.0021	-0.0122	-0.0049
Si	0.0036	-0.0065	-0.0013
Si	-0.0034	0.0087	-0.003
Si	0.0111	0.0065	0.0018
Si	-0.0105	0.0054	0.0055
Si	0.0076	-0.0239	-0.0092
Si	-0.0105	0.0202	-0.0066
Si	0	-0.0049	-0.0061
Si	0.0007	0.0024	0.0032
Si	0.0193	-0.0085	0.0075
Si	-0.0006	0.0064	-0.0016
Si	0.0121	0.0044	-0.0058
Si	0.0078	0.0072	0.0021
Si	0.001	0.0151	0.0135
Si	-0.0112	-0.0209	-0.005
Si	-0.0041	-0.0091	0.0067
Si	0.0132	-0.0059	-0.0126
Si	0.0008	0.0129	-0.0008
Si	-0.0172	-0.0025	0.0084
Si	0.0032	-0.0074	0
Si	-0.0032	0.0014	-0.0115
Si	-0.0109	0.0107	-0.0155
Si	0.0173	-0.0155	0.0049
Si	-0.0214	0.0103	-0.003
Si	0.0025	-0.0094	-0.012
Si	0.0022	-0.0168	-0.0243
Si	0.0128	-0.0027	0.007
Si	0.0082	-0.004	0.0005
Si	-0.0128	0.005	-0.0016
Si	0.0049	0.0012	-0.0014
Si	0.005	-0.0023	0.004
Si	0.005	-0.0035	0.008
Si	0.0284	0.0033	0.0025
Si	-0.0133	-0.005	0.0061
Si	0.0201	0.0152	-0.002
Si	-0.0098	-0.0134	0.0088
Si	0.0022	0.0045	-0.0028
Si	-0.0093	0.0037	0.0032
Si	-0.0009	0.0062	-0.0024
Si	-0.0177	-0.0156	0.0061
Si	-0.0072	-0.0105	0.0039
Si	0.0069	0.0177	0.0008
Si	0.0018	0.0039	0.0089
Si	0.0092	0.0086	-0.0049
Si	0.0025	0.0117	-0.0021
Si	-0.0138	-0.0046	-0.0033
Si	-0.0139	-0.0154	-0.009
Si	-0.0133	-0.0079	0.0059
Si	-0.0195	-0.0058	-0.0002
Si	0.005	-0.0267	0.0029
Si	0.0176	0.0174	-0.0026
Si	-0.0131	-0.0049	-0.005
Si	0.0147	0.0269	0.012
Si	-0.0053	-0.0079	-0.0004
Si	0	0.0015	0.0092
Si	-0.0086	-0.0038	0.0044
Si	-0.0083	-0.0096	0.0109
Si	0.0201	0.0045	0.0128
Si	-0.0109	-0.0093	0.0047
Si	0.0042	0.0199	0.0082
Si	-0.0089	0.0089	-0.0036
Si	0.025	0.02	-0.0006
Si	-0.0222	-0.0054	-0.0077
Si	-0.0041	0.0011	0.0102
Si	-0.0015	-0.0053	0.0054
O	-0.4839	0.082	0.1044
O	-0.0992	-0.1626	0.0533
O	-0.21	0.0965	0.0641
O	0.1514	0.0722	0.3841
O	-0.0129	-0.078	-0.1613
O	0.3753	0.1105	0.008
O	0.0834	0.6409	0.2595
O	0.0695	-0.0267	-0.1012
O	-0.2665	-0.1292	0.2799
O	0.1533	-0.0173	-0.2086
O	0.0563	-0.3854	0.1899
O	0.2928	0.1685	-0.3091
O	-0.0466	-0.4369	0.2311
O	0.529	0.0427	-0.0425
O	0.3767	-0.4618	0.0307
O	-0.613	0.168	0.3743
O	0.1588	0.1194	0.2668
O	-0.2728	-0.3598	0.0485
O	-0.0611	0.4176	0.1409
O	0.1647	0.1258	0.3059
O	0.0094	-0.053	0.3416
O	0.3836	0.6265	-0.1993
O	-0.0587	-0.5382	-0.1447
O	0.5755	0.1365	-0.4009
O	0.2938	0.2708	0.4195
O	0.6249	0.0774	0.0855
O	-0.3781	0.5998	0.1385
O	0.0785	-0.3423	0.2371
O	0.5706	0.2267	-0.0537
O	0.1494	-0.0068	0.1541
O	-0.196	-0.0408	0.6092
O	-0.5597	0.2595	0.2079
O	-0.2184	-0.2029	-0.2904
O	0.1429	-0.0728	0.2825
O	0.2531	0.2202	0.1421
O	0.4448	0.2043	-0.4976
O	0.4358	0.328	0.5601
O	-0.1258	0.0853	-0.1159
O	-0.5889	0.1079	-0.2556
O	0.125	-0.2274	-0.5109
O	-0.5929	0.1609	0.2422
O	0.3579	-0.2498	-0.0163
O	0.003	0.1963	-0.2229
O	-0.0368	0.6528	0.1435
O	0.0254	-0.1765	0.3907
O	-0.0405	0.2871	-0.4978
O	-0.427	-0.2177	0.3456
O	0.5179	-0.484	-0.2551
O	-0.3044	-0.0043	0.0949
O	-0.0898	-0.5746	-0.1303
O	0.0864	-0.0764	-0.0959
O	-0.1341	0.2049	0.2664
O	0.6859	0.119	0.0178
O	-0.4386	-0.4786	-0.5151
O	-0.0768	0.0448	0.0229
O	-0.1143	-0.4241	-0.3319
O	-0.1638	-0.2321	-0.2217
O	-0.1147	0.0768	0.1171
O	0.256	0.1384	0.0599
O	-0.0675	-0.2098	0.3565
O	0.5506	-0.4406	0.3988
O	-0.1946	0.5257	0.1934
O	0.0269	0.2368	-0.3625
O	-0.1521	-0.1067	0.1356
O	0.1947	0.1433	0.3123
O	-0.2882	0.4041	0.1081
O	0.1065	0.0842	-0.4869
O	-0.0908	-0.454	0.0233
O	0.1658	0.3152	0.1715
O	-0.0191	-0.1418	0.1875
O	0.1727	-0.2399	-0.7921
O	-0.0327	0.263	-0.0603
O	0.2567	-0.0072	-0.3974
O	0.363	-0.0926	0.0313
O	-0.6659	-0.2664	0.0708
O	-0.2523	-0.3932	-0.0404
O	0.3042	-0.6029	-0.0954
O	0.2094	-0.0675	0.5017
O	-0.458	-0.4823	0.2775
O	0.1805	0.5068	0.2733
O	0.414	-0.4529	-0.2527
O	-0.3424	0.2811	0.1368
O	-0.2571	-0.2099	-0.2575
O	0.1778	0.6906	-0.1888
O	-0.0303	0.167	0.3778
O	-0.0726	0.0634	-0.3565
O	0.4134	0.3235	-0.0402
O	0.2071	-0.1481	-0.2113
O	-0.0816	0.4386	0.2062
O	-0.1766	-0.0824	-0.2517
O	0.2572	0.3635	0.3191
O	0.2573	-0.1776	-0.0394
O	-0.5859	0.1398	-0.1445
O	0.2742	0.1377	-0.1881
O	0.2804	-0.6328	-0.1283
O	0.1287	0.3757	-0.0814
O	0.1913	-0.2042	0.277
O	-0.4608	0.1771	0.3166
O	-0.3748	0.0213	0.0831
O	-0.559	0.1727	-0.3633
O	0.0936	-0.5786	-0.1572
O	0.0036	0.3495	-0.2615
O	0.0227	-0.4289	-0.0797
O	0.5143	0.3593	-0.248
O	-0.0912	0.6583	-0.0005
O	0.2501	0.2378	-0.2097
O	-0.1351	0.0677	0.4833
O	0.4685	-0.5502	-0.2616
O	-0.249	-0.3277	-0.2785
O	-0.0907	-0.1668	-0.426
O	0.0463	0.3537	-0.3626
O	-0.2858	0.1762	0.4464
O	0.5804	-0.2412	0.0557
O	0.2693	-0.0332	-0.2876
O	0.3788	0.2336	-0.2728
O	0.6956	0.0581	0.0437
O	0.0858	0.0426	-0.0667
O	-0.1039	0.1961	0.6444
O	-0.6365	-0.0532	-0.3668
O	-0.1174	0.1891	-0.1021
O	0.5817	0.297	0.2069
O	0.3183	0.1254	-0.1601
O	0.0143	0.268	-0.051
O	-0.4294	-0.2427	0.0015
O	-0.0094	0.0794	-0.0583
O	-0.3103	-0.3253	0.1424
O	-0.5786	-0.2159	0.2519
O	0.0473	-0.4959	0.1354
O	-0.6597	0.0059	-0.3607
O	0.3461	0.1469	0.1889
O	-0.0545	-0.1935	-0.597
O	-0.0859	0.0623	0.2474
O	0.1648	0.148	0.3139
O	-0.2598	-0.2603	0.4442
O	-0.1069	-0.1538	-0.5226
O	-0.6354	-0.2787	0.0372
O	-0.2595	0.1089	-0.072
O	0.1107	-0.3335	-0.1629
O	0.4808	0.3435	-0.194
O	0.229	0.5141	-0.2535
O	-0.1379	0.1902	0.02
O	-0.1959	-0.018	-0.3215
O	0.0337	-0.0996	0.4806
O	-0.0272	0.7721	0.2936
O	0.0606	-0.1128	0.2321
O	0.2387	0.526	0.2314
O	-0.0901	0.0293	0.1091
O	0.0396	-0.0873	0.6205
O	0.1095	0.1357	-0.2309
O	0.2092	0.0711	-0.2027
O	0.4374	-0.5692	-0.1386
O	-0.0192	-0.4857	-0.1254
O	0.4771	-0.4173	0.0206
O	-0.3292	-0.1211	0.0731
O	-0.1893	-0.1105	-0.0946
O	-0.0683	-0.4489	0.0977
O	0.2078	-0.0422	-0.1706
O	0.2904	0.1265	0.2292
O	0.0925	-0.0847	-0.2543
O	0.1475	0.2574	0.301
O	0.1939	-0.1782	-0.5701
O	0.0104	0.474	0.0026
O	-0.251	-0.3389	0.1416
O	-0.3664	-0.3968	0.139
O	-0.1221	0.3079	0.0989
O	0.2565	-0.4286	0.0418
O	0.2809	0.0957	-0.1403
O	0.4917	-0.3347	0.1484
O	0.4253	-0.2378	0.1546
O	0.0001	0.4229	0.1148
O	-0.0379	-0.6466	0.0538
O	0.3238	-0.003	0.0973
O	0.431	-0.1683	0.0218
O	0.2151	-0.2685	-0.0559
O	0.5114	-0.4434	-0.0543
O	-0.6312	-0.0238	0.2717
O	-0.0207	0.0838	0.0516
O	0.0255	-0.5428	0.2927
O	0.2689	-0.3475	-0.3888
O	0.4751	0.1515	-0.2472
O	-0.2611	-0.6033	0.0424
O	-0.1955	0.1913	-0.3956
O	0.2374	0.4255	-0.1043
O	-0.5251	-0.1187	0.1436
O	0.0223	0.4513	-0.1671
O	0.4555	0.2144	-0.1681
O	0.0898	-0.1305	0.0091
O	-0.266	0.138	-0.2852
O	0.692	-0.0013	0.2602
O	0.2218	-0.4725	-0.0732
O	0.726	0.0739	-0.2875
O	0.5418	-0.3894	-0.0132
O	-0.1883	-0.2027	-0.3108
O	-0.0389	0.0784	-0.3615
O	-0.3108	-0.0014	-0.6117
O	-0.1564	-0.2875	-0.4551
O	-0.2706	-0.2377	-0.008
O	0.1611	0.3775	0.0065
O	-0.361	0.4964	-0.0084
O	0.1968	0.1338	0.4418
O	-0.2879	-0.1683	-0.4095
O	-0.4738	-0.3868	0.1076
O	-0.0844	0.4116	-0.255
O	0.2538	0.2559	0.078
O	-0.4411	0.5405	0.0721
O	-0.0887	-0.1693	-0.4308
O	0.1916	0.4183	0.1793
O	0.3045	0.4704	0.422
O	-0.3915	-0.2275	-0.0562
O	-0.2954	0.1127	0.0969
O	0.4395	0.3264	-0.3646
O	-0.0608	0.1515	-0.2793
O	0.1576	-0.0166	0.4301
O	-0.0023	0.639	0.4261
O	0.1508	-0.1673	-0.2939
O	-0.3815	-0.6796	-0.1525
O	0.0304	-0.0203	0.3303
O	0.3291	-0.1438	0.4316
O	0.1501	-0.0415	-0.3396
O	0.1447	0.0693	-0.2185
O	-0.3231	-0.0752	0.1819
O	0.1152	-0.4799	-0.4683
O	0.324	0.4287	0.2522
O	0.0259	-0.2849	-0.0317
O	0.0512	0.2678	-0.3799
O	0.0488	-0.2689	-0.0118
O	-0.3453	0.0949	0.758
O	0.6206	-0.2401	0.2013
O	0.2564	0.21	0.2238
O	0.0576	0.3436	0.1096
O	-0.383	-0.0046	0.5003
O	-0.5276	-0.2853	-0.1812
O	0.0772	0.0867	-0.4027
O	0.343	-0.1931	-0.0663
O	0.1408	0.2901	0.1536
O	0.3545	-0.1908	-0.07
O	-0.2118	0.3275	-0.529
O	0.4936	0.1538	-0.0332
O	-0.1469	-0.0977	-0.2898
O	-0.0702	-0.0074	0.4591
O	0.0357	-0.0315	-0.8256
O	-0.28	-0.0872	-0.5077
O	-0.1675	-0.4855	-0.2006
O	-0.2006	-0.1982	0.2591
O	-0.0576	0.2944	0.2651
O	-0.5766	-0.0624	0.0734
O	-0.1481	0.3811	0.2321
O	-0.445	0.2438	0.0018
O	0.0093	-0.1837	-0.1143
O	-0.1546	-0.3033	0.1494
O	-0.2641	-0.3496	-0.4592
O	-0.5137	-0.0569	0.47
O	0.2072	-0.1676	0.1817
O	-0.5087	-0.1542	0.1112
O	0.0479	0.1393	0.2998
O	-0.052	0.2361	-0.3883
O	0.3776	-0.2277	0.3483
O	0.0991	-0.297	0.241
O	0.6318	0.3664	0.1382
O	-0.4661	0.179	0.0642
O	0.1622	0.1202	0.2102
O	-0.4077	0.079	0.277
O	0.1333	-0.1122	-0.4998
O	0.0696	0.5433	-0.0282
O	0.3522	-0.1354	0.2425
O	0.0897	0.2015	0.3069
O	0.1238	0.0313	0.2606
O	-0.1535	-0.5783	0.0755
O	-0.6004	-0.0764	0.1209
O	0.0349	0.1209	0.58
O	-0.282	-0.1103	-0.4773
O	-0.1233	-0.0967	-0.2859
O	0.1471	-0.0873	0.174
O	-0.24	-0.1686	-0.0184
O	-0.3123	-0.2286	-0.019
O	-0.1735	-0.1005	0.2788
O	-0.1271	-0.525	-0.1158
O	-0.5243	0.064	0.1416
O	-0.087	0.32	-0.4844
O	0.0968	-0.1114	-0.0251
O	0.168	-0.4405	0.201
O	-0.1051	-0.3083	-0.3792
O	0.1099	0.0331	-0.281
O	-0.0307	0.1941	-0.0062
O	-0.2467	-0.0092	-0.1854
O	-0.2921	0.3488	0.0181
O	-0.0619	0.2232	-0.3116
O	0.1306	0.4773	-0.2763
